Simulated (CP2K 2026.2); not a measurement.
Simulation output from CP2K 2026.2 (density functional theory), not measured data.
Periodic cell of 2016 atoms, Si1440O576, from a study of silicon, its oxide and their interface. The atomic structure is a simulated model.
Doubt: the forces sum to 8.01 eV/angstrom along one axis rather than to zero, so they err by at least 0.0040 eV/angstrom per atom on average; the grid cutoff is modest.

Settings
functional: PBE
method: Gaussian and plane waves
basis set: DZVP-MOLOPT-SR-GTH
pseudopotentials: GTH-PBE
grid cutoff: 300 Ry, relative cutoff 40 Ry
k points: Gamma only
occupations: fixed
spin: none
net charge: 0

Cell vectors (angstrom)
a 65.28 0 0
b 0 16.32 0
c -0.4081 -0.7443 33.1196

Atoms and the computed forces on them: element, x, y, z (angstrom), force x, y, z (eV/angstrom)
Si 1.898 -1.494 0.273 -0.502 0.19 0.644
Si 4.48 1.121 0.182 -0.099 0.081 0.8
Si 1.278 4.261 0.113 0.14 -0.22 0.787
Si 3.989 6.898 0.168 0.333 -0.282 0.641
Si 1.702 -7.167 0.072 -0.269 0.427 0.646
Si 4.013 -3.904 0.077 0.409 -0.316 0.569
Si 6.833 -0.945 -0.177 0.142 -0.393 0.627
Si 9.318 1.812 -0.013 0.339 -0.308 0.636
Si 7.014 3.92 0.426 -0.088 0.124 0.706
Si 9.287 6.969 0.138 0.147 -0.007 0.703
Si 7.083 9.23 -0.037 -0.111 0.136 0.589
Si 9.849 -4.47 0.186 -0.326 0.4 0.595
Si 12.655 -1.629 0.181 -0.31 0.167 0.671
Si 14.643 1.629 0.217 0.242 -0.146 0.733
Si 12.583 4.022 0.258 -0.267 0.103 0.707
Si 15.281 6.636 0.397 -0.303 0.233 0.652
Si 12.137 -6.689 0.505 0.2 -0.265 0.692
Si 14.735 -3.999 0.353 0.248 -0.079 0.702
Si 17.843 -1.642 0.258 -0.314 0.291 0.665
Si 20.627 1.006 0.229 -0.312 0.184 0.717
Si 17.479 4.296 0.421 0.226 -0.262 0.636
Si 20.132 6.956 0.07 0.279 -0.16 0.655
Si 17.959 -7.047 0.221 -0.124 0.168 0.708
Si 20.123 -3.864 0.204 0.369 -0.347 0.614
Si 22.898 -1.202 0.273 0.216 -0.221 0.709
Si 25.485 1.627 0.232 0.29 -0.241 0.758
Si 23.002 3.574 -0.001 -0.353 0.52 0.629
Si 25.721 6.481 -0.004 -0.167 0.34 0.669
Si 23.107 -6.831 0.298 0.05 -0.105 0.679
Si 25.902 -4.154 0.217 -0.229 0.24 0.698
Si 28.623 -1.444 -0.055 0.081 -0.039 0.71
Si 31.751 0.953 0.047 -0.184 0.034 0.738
Si 28.181 4.483 0.019 0.165 -0.323 0.682
Si 31.035 6.788 0.13 0.12 0.092 0.667
Si 28.135 -6.389 0.023 0.341 -0.493 0.692
Si 31.318 -4.488 -0.019 -0.227 0.409 0.63
Si 33.843 -1.308 0.412 -0.037 0 0.441
Si 36.35 1.545 0.06 0.381 -0.309 0.632
Si 34.229 3.894 0.254 -0.394 0.169 0.712
Si 36.713 6.612 0.064 -0.191 0.206 0.716
Si 33.752 -6.491 0.15 0.114 -0.253 0.679
Si 36.062 12.878 0.107 0.098 -0.073 0.715
Si 39.382 -1.305 0.064 0.095 -0.34 0.702
Si 41.997 1.291 -0.035 0.164 0.11 0.745
Si 38.959 4.406 -0.152 0.27 -0.268 0.711
Si -23 6.61 -0.153 -0.227 0.218 0.706
Si 39.121 9.425 0.117 0.29 -0.05 0.711
Si -22.934 -4.373 0.084 -0.288 0.214 0.78
Si -20.144 -1.757 0.147 -0.216 0.3 0.804
Si -17.5 1.061 -0.019 -0.107 0.12 0.698
Si -20.756 4.358 -0.148 0.16 -0.152 0.72
Si -17.387 6.489 -0.301 -0.272 0.33 0.699
Si -20.622 -6.523 0.057 0.179 -0.256 0.749
Si -17.764 12.496 0.081 0.176 -0.298 0.695
Si -15.173 -1.04 0.028 0.126 -0.109 0.731
Si -11.958 1.152 -0.054 -0.156 0.188 0.749
Si -15.215 4.241 0.11 0.153 -0.003 0.719
Si -12.447 7.098 -0.081 0.078 -0.207 0.773
Si -14.632 9.37 -0.347 -0.326 0.224 0.74
Si -11.891 -4.123 -0.059 -0.227 0.027 0.702
Si -9.68 -1.042 -0.068 0.118 -0.142 0.675
Si -7.102 1.778 -0.056 0.112 -0.197 0.75
Si -9.364 3.986 -0.125 -0.209 0.212 0.698
Si -6.479 6.682 -0.334 -0.428 0.291 0.614
Si -9.78 -6.449 -0.196 0.145 -0.169 0.685
Si -6.485 -4.374 -0.038 -0.151 0.15 0.705
Si -3.824 -1.652 -0.106 -0.285 0.378 0.646
Si -1.197 1.301 -0.102 -0.082 -0.009 0.658
Si -4.361 4.274 -0.154 0.372 -0.196 0.666
Si -0.938 6.513 -0.022 -0.278 0.104 0.653
Si -4.236 -6.591 -0.101 0.239 -0.112 0.675
Si -1.417 -3.801 -0.093 0.26 -0.324 0.636
Si 2.966 0.039 1.588 0.032 0.037 -0.059
Si 5.541 2.631 1.612 -0.016 -0.007 -0.05
Si 2.846 5.338 1.459 -0.018 0 -0.042
Si 5.555 8.132 1.384 -0.003 -0.006 -0.061
Si 2.822 -5.499 1.325 -0.017 0.004 -0.041
Si 5.729 -2.696 1.16 -0.011 0.024 -0.035
Si 8.31 0.102 1.311 0.017 0.011 -0.061
Si 10.935 2.807 1.398 -0.006 -0.01 -0.041
Si 8.202 5.509 1.596 0 0.019 -0.05
Si 10.847 -8.27 1.565 -0.031 -0.036 -0.056
Si 8.191 -5.548 1.396 -0.04 -0.029 -0.059
Si 10.923 -2.716 1.368 0.024 -0.032 -0.057
Si 13.624 0.001 1.548 0.006 0.01 -0.07
Si 16.286 2.668 1.558 -0.026 0.013 -0.064
Si 13.668 5.507 1.644 0.005 0.007 -0.048
Si 16.407 -8.098 1.626 0.029 0.029 -0.064
Si 13.652 -5.479 1.744 0.007 -0.004 -0.037
Si 16.311 -2.788 1.582 -0.002 -0.015 -0.049
Si 18.943 -0.002 1.479 0.005 -0.003 -0.057
Si 21.655 2.584 1.603 0.003 -0.035 -0.072
Si 19.111 5.447 1.573 0.019 0.022 -0.057
Si 21.783 -8.344 1.478 -0.07 0.052 -0.056
Si 19.08 -5.479 1.524 -0.009 0.006 -0.018
Si 21.729 -2.771 1.533 0.002 -0.016 -0.035
Si 24.47 -0.025 1.526 -0.026 0.003 -0.035
Si 27.17 2.779 1.348 0.046 0.01 -0.049
Si 24.193 5.302 1.3 -0.014 -0.032 -0.034
Si 26.994 -8.161 1.183 0.011 0.015 -0.01
Si 24.344 -5.319 1.556 0.035 0.028 -0.077
Si 27.277 -2.731 1.438 -0.004 0.021 -0.085
Si 29.928 -0.002 1.295 0.004 0.009 -0.087
Si 32.574 2.704 1.388 0.029 0.005 -0.051
Si 29.718 5.476 1.489 -0.003 -0.052 -0.06
Si 32.572 -8.182 1.338 -0.017 0.004 -0.072
Si 29.794 -5.503 1.452 -0.027 0.006 -0.03
Si 32.37 -2.801 1.383 0.008 -0.074 -0.038
Si 35.315 0.049 1.556 -0.001 0.014 -0.011
Si 38.005 2.726 1.255 0.047 -0.004 -0.023
Si 35.309 5.468 1.536 0.023 0.009 -0.079
Si 37.918 8.046 1.486 -0.04 -0.009 -0.049
Si 35.232 11.061 1.424 0.04 -0.018 -0.013
Si 37.924 -2.638 1.35 0.023 -0.035 -0.046
Si 40.789 -0.053 1.432 -0.016 0.001 -0.051
Si -21.827 2.704 1.174 -0.013 0.003 -0.071
Si -24.613 5.45 1.15 -0.006 0.008 -0.012
Si -21.83 -8.166 1.225 -0.02 -0.002 -0.037
Si -24.61 -5.518 1.281 -0.03 0.021 -0.047
Si -21.808 -2.793 1.399 -0.014 0.012 -0.029
Si -19.056 -0.052 1.335 0.008 0.016 -0.055
Si -16.426 2.687 1.327 0.017 -0.021 -0.039
Si -19.075 5.471 1.083 0.006 -0.001 -0.047
Si -16.293 8.2 0.977 0.017 -0.018 -0.077
Si -18.969 10.872 1.301 -0.012 0.023 -0.064
Si -16.26 -2.635 1.37 -0.003 0.037 -0.07
Si -13.568 0.076 1.29 0.019 0.011 -0.026
Si -10.865 2.781 1.229 0.014 -0.005 -0.024
Si -13.592 5.495 1.235 -0.015 0.013 -0.047
Si -10.881 -8.037 1.179 -0.007 0.021 -0.061
Si -13.568 -5.356 1.077 0.03 -0.005 -0.042
Si -10.748 -2.643 1.301 -0.008 0.026 -0.041
Si -8.13 0.103 1.236 -0.004 0.019 -0.089
Si -5.471 2.797 1.263 -0.001 -0.007 -0.084
Si -8.139 5.602 1.048 0.027 -0.016 -0.048
Si -5.409 8.173 1.169 0.014 -0.03 -0.033
Si -8.138 -5.461 1.205 -0.013 0.014 -0.049
Si -5.407 -2.728 1.231 -0.009 -0.003 -0.064
Si -2.762 0.073 1.156 0.008 -0.028 -0.072
Si 0.136 2.619 1.328 0.01 0.01 -0.039
Si -2.644 5.353 1.114 -0.014 -0.013 -0.044
Si 0.065 8.114 1.358 -0.005 -0.01 -0.056
Si -2.586 -5.451 1.156 -0.015 0.015 -0.065
Si 0.112 -2.654 1.263 0.057 0.019 -0.012
Si 1.482 1.373 2.785 -0.028 0.028 0.006
Si 4.15 4.019 2.856 -0.002 0.019 0.023
Si 1.46 6.776 2.735 -0.01 -0.005 0.03
Si 4.186 9.515 2.721 0.001 0.005 0.033
Si 1.426 -4.095 2.637 0.005 0.016 -0.011
Si 4.344 -1.444 2.733 0.068 -0.033 0.046
Si 6.963 1.302 2.861 0.023 -0.03 0.044
Si 9.616 4.121 2.853 0.008 -0.023 0.024
Si 6.814 6.833 2.884 -0.02 0.018 0.032
Si 9.517 -6.842 2.867 0.022 0.027 0.027
Si 6.902 -4.072 2.677 -0.04 -0.001 -0.001
Si 9.586 -1.325 2.705 0.008 -0.009 -0.004
Si 12.204 1.375 2.823 0.011 0.04 0.01
Si 14.99 4.073 2.949 0.005 0.006 0.049
Si 12.244 6.79 2.946 -0.007 0 0.013
Si 15.041 -6.812 3.011 0.015 -0.01 0.027
Si 12.219 -4.035 2.9 -0.032 0.016 0.033
Si 15.007 -1.337 2.908 -0.016 -0.032 -0.002
Si 17.662 1.351 2.891 -0.001 -0.002 -0.002
Si 20.403 4.049 2.913 -0.027 0.005 0.009
Si 17.743 6.808 2.948 -0.006 -0.017 0.052
Si 20.479 -6.845 2.83 -0.02 -0.024 0.024
Si 17.688 -4.151 2.91 0.003 -0.007 0.012
Si 20.342 -1.371 2.847 0.025 0.007 0.04
Si 23.105 1.302 2.923 -0.001 -0.002 0.037
Si 25.715 4.073 2.709 -0.049 0.005 0.035
Si 23.069 6.654 2.855 0.034 0.029 -0.007
Si 25.753 -6.812 2.727 0.006 -0.024 0.008
Si 23.056 -4.034 2.959 -0.013 0 0.002
Si 25.892 -1.366 2.794 0.023 -0.004 0.026
Si 28.554 1.388 2.662 -0.003 -0.05 0.026
Si 31.157 4.055 2.715 0.025 0.011 0.025
Si 28.352 6.896 2.73 -0.01 0.035 0.014
Si 31.189 -6.872 2.758 0.024 0.002 0.019
Si 28.532 -4.102 2.846 0.031 0.011 0.02
Si 31.121 -1.393 2.775 0.02 0.015 0.007
Si 33.933 1.428 2.845 -0.021 -0.027 0.042
Si 36.714 4.049 2.766 0.009 -0.033 0.033
Si 33.895 6.832 2.774 -0.013 0.027 0.036
Si 36.603 9.581 2.704 -0.033 -0.003 0.033
Si 33.808 12.265 2.809 -0.016 0.048 0.044
Si 36.69 -1.315 2.839 0.004 0.001 0.028
Si 39.369 1.373 2.659 -0.004 0.007 0.016
Si -23.224 4.065 2.533 -0.014 -0.011 0.035
Si -25.882 6.725 2.71 0.033 0.018 0.009
Si -23.208 -6.853 2.641 0.004 -0.01 0.001
Si -25.957 -4.093 2.624 0.014 0.011 0.011
Si -23.121 -1.396 2.739 -0.004 -0.025 0.03
Si -20.453 1.373 2.582 -0.005 -0.006 0.011
Si -17.806 4.099 2.573 -0.008 0.024 0.018
Si -20.404 6.807 2.531 -0.003 -0.002 0.042
Si -17.618 9.446 2.524 0.015 -0.013 0.014
Si -20.383 12.185 2.7 0.013 -0.008 0.06
Si -17.68 -1.35 2.729 -0.012 -0.005 0.047
Si -14.949 1.413 2.65 -0.018 -0.008 0.025
Si -12.239 4.123 2.574 -0.011 -0.012 0.001
Si -14.992 6.882 2.513 -0.015 0.025 0.044
Si -12.251 -6.701 2.541 -0.036 0.008 0.039
Si -14.899 -4.088 2.568 0.024 -0.009 0.009
Si -12.228 -1.35 2.614 0.009 0.004 0.011
Si -9.508 1.425 2.617 -0.001 0.012 0.041
Si -6.827 4.223 2.54 -0.031 0.002 0.028
Si -9.498 6.885 2.484 -0.019 -0.014 -0.001
Si -6.794 -6.838 2.562 0.016 0.014 0.022
Si -9.408 -4.041 2.609 -0.007 -0.007 0.018
Si -6.761 -1.315 2.544 -0.025 -0.012 0.003
Si -4.094 1.395 2.567 0.029 0.003 0.002
Si -1.324 4.015 2.583 0.027 0.012 0.026
Si -3.993 6.787 2.491 0.002 -0.004 -0.004
Si -1.305 -6.79 2.612 -0.005 0.003 -0.001
Si -3.989 -4.095 2.558 0.017 -0.008 0.035
Si -1.327 -1.285 2.557 -0.026 0 0.02
Si 0.041 -0.01 4.011 -0.012 -0.027 -0.003
Si 2.772 2.71 4.187 0.006 -0.017 0.039
Si 0.031 5.397 3.994 -0.004 -0.026 -0.014
Si 2.803 8.161 4.08 0.008 -0.022 0.015
Si 0.055 -5.439 3.994 0.007 0.002 0.005
Si 2.829 -2.757 4.009 -0.01 0 -0.002
Si 5.581 -0.065 4.171 -0.012 0.008 -0.001
Si 8.255 2.735 4.192 -0.023 0.007 0.002
Si 5.473 5.431 4.188 -0.002 0.007 -0.006
Si 8.169 -8.153 4.245 0.012 0.003 0.009
Si 5.513 -5.407 4.072 -0.011 -0.008 -0.008
Si 8.231 -2.71 4.079 0.013 0.003 0
Si 10.881 0.003 4.176 -0.009 0.01 0.014
Si 13.582 2.709 4.231 0 0.003 -0.01
Si 10.922 5.426 4.288 -0.019 0.002 0.003
Si 13.615 -8.164 4.281 -0.003 -0.007 -0.01
Si 10.874 -5.44 4.211 -0.001 -0.006 0.002
Si 13.608 -2.69 4.24 0.001 -0.003 -0.007
Si 16.343 0 4.276 -0.002 -0.023 0.02
Si 19.012 2.716 4.247 0.001 0 0.005
Si 16.355 5.442 4.28 0.008 -0.005 0.012
Si 19.094 -8.133 4.26 0.028 -0.005 -0.007
Si 16.358 -5.437 4.335 0.023 0.019 0.031
Si 19.026 -2.737 4.234 -0.009 -0.005 -0.004
Si 21.711 -0.038 4.237 -0.014 0.011 0.004
Si 24.464 2.722 4.19 0.021 -0.017 0.009
Si 21.747 5.383 4.282 -0.001 -0.021 0.014
Si 24.433 -8.195 4.129 0.005 0.015 -0.031
Si 21.741 -5.461 4.254 -0.024 -0.013 0.012
Si 24.493 -2.678 4.201 0.015 -0.005 -0.007
Si 27.213 0.042 4.111 0.033 0.023 -0.006
Si 29.85 2.71 4.111 -0.015 0.002 0.01
Si 27.054 5.466 4.088 -0.008 0.008 -0.014
Si 29.797 -8.175 4.123 0.002 -0.005 0.013
Si 27.128 -5.482 4.134 -0.004 -0.008 -0.011
Si 29.842 -2.723 4.205 0.002 0.008 0.027
Si 32.556 -0.02 4.103 0 0.013 -0.03
Si 35.328 2.752 4.161 0 0.002 0.012
Si 32.538 5.426 4.083 0.006 -0.023 -0.017
Si 35.27 8.207 4.094 0.031 -0.002 -0.01
Si 32.518 10.845 4.143 -0.015 0.002 -0.012
Si 35.257 -2.703 4.113 0.005 -0.012 -0.019
Si 38.06 0.051 4.12 -0.018 0.035 0.023
Si -24.525 2.73 3.992 0.002 -0.003 0.008
Si -27.213 5.4 4.107 0.008 -0.005 0.018
Si -24.529 -8.197 4.034 -0.014 0.01 0.012
Si -27.263 -5.44 4.053 -0.009 0.012 0.004
Si -24.554 -2.756 4.012 -0.038 0.002 -0.011
Si -21.762 0.014 4.013 0.018 0.015 0.015
Si -19.111 2.734 3.965 -0.001 -0.004 0.014
Si -21.805 5.431 3.885 0.004 -0.013 -0.023
Si -19.033 8.142 3.911 -0.008 0.004 0.001
Si -21.802 10.824 3.991 0.006 -0.005 0
Si -19.049 -2.737 4.039 0.006 0.005 0.007
Si -16.297 0.031 4.013 -0.005 0.004 0
Si -13.589 2.781 3.969 0.003 -0.006 0.006
Si -16.363 5.477 3.873 0.02 0.004 -0.017
Si -13.608 -8.102 3.894 0.017 -0.009 -0.021
Si -16.292 -5.468 3.897 -0.01 0.015 -0.001
Si -13.57 -2.73 3.961 0.014 0.015 0.001
Si -10.869 0.036 3.954 0.009 0.005 -0.017
Si -8.136 2.806 3.927 0.01 -0.002 0.004
Si -10.843 5.495 3.874 0.02 0.006 0.001
Si -8.149 -8.159 3.932 0.008 0.002 0.011
Si -10.851 -5.388 3.918 0.006 -0.007 -0.009
Si -8.08 -2.675 3.953 -0.001 0.004 0.019
Si -5.412 0.018 3.933 -0.015 0.015 0.03
Si -2.699 2.705 3.956 -0.001 0.012 0.023
Si -5.391 5.49 3.902 0.012 -0.006 -0.004
Si -2.683 8.148 3.923 -0.015 -0.016 0.017
Si -5.394 -5.453 3.895 -0.005 0.016 -0.004
Si -2.657 -2.7 3.924 -0.013 0.019 -0.003
Si 1.306 -1.406 16.327 -0.008 0.002 0.002
Si 4.019 1.368 16.353 0.01 0.006 0
Si 1.283 4.101 16.305 0.004 0.003 0.004
Si 4.033 6.85 16.339 -0.002 0.014 -0.001
Si 1.288 -6.823 16.294 -0.002 -0.001 0
Si 4.019 -4.075 16.413 0.004 0.018 0.009
Si 6.762 -1.342 16.398 0.004 -0.002 -0.004
Si 9.481 1.399 16.418 0.006 0.014 -0.002
Si 6.737 4.116 16.364 -0.014 -0.003 -0.008
Si 9.464 -9.45 16.366 0.009 -0.003 -0.017
Si 6.703 -6.726 16.434 0.013 -0.002 -0.001
Si 9.483 -4.008 16.469 0.009 -0.02 0.003
Si 12.215 -1.305 16.484 0.016 0.011 0.005
Si 14.923 1.401 16.458 -0.006 0 -0.006
Si 12.196 4.121 16.417 0.001 0.009 -0.006
Si 14.942 -9.461 16.432 0.015 0.007 -0.007
Si 12.196 -6.708 16.419 0 -0.008 -0.015
Si 14.927 -4.015 16.44 0.003 -0.003 -0.007
Si 17.676 -1.288 16.453 -0.004 0.017 -0.003
Si 20.44 1.411 16.436 0.013 -0.004 -0.021
Si 17.686 4.167 16.454 0.023 0.002 0.003
Si 20.399 -9.45 16.476 0.006 -0.01 -0.012
Si 17.665 -6.74 16.493 0.012 -0.014 0.003
Si 20.389 -4.032 16.474 -0.01 0.02 -0.003
Si 23.172 -1.323 16.49 0.003 0.007 -0.007
Si 25.824 1.335 16.403 -0.008 -0.023 -0.002
Si 23.127 4.108 16.43 0 -0.004 -0.01
Si 25.866 -9.53 16.392 -0.004 -0.016 -0.011
Si 23.121 -6.757 16.445 0.005 -0.005 0.002
Si 25.838 -4.07 16.429 -0.001 -0.01 -0.008
Si 28.544 -1.383 16.341 -0.006 -0.007 -0.001
Si 31.278 1.315 16.304 -0.006 -0.012 -0.016
Si 28.548 4.06 16.353 -0.002 -0.003 -0.012
Si 31.309 -9.534 16.33 -0.001 0.013 -0.005
Si 28.592 -6.779 16.401 0.013 0.006 -0.009
Si 31.283 -4.147 16.319 -0.017 -0.009 0.002
Si 34.059 -1.397 16.305 -0.006 0.006 -0.018
Si 36.768 1.325 16.242 -0.001 -0.009 -0.008
Si 34.029 4.089 16.27 0.006 0.002 -0.005
Si 36.753 6.78 16.344 0.001 -0.009 0
Si 34.036 9.433 16.322 0.001 -0.003 -0.007
Si 36.768 -4.127 16.336 -0.021 0.013 0.007
Si 39.514 -1.416 16.251 -0.004 0.025 -0.005
Si -23.082 1.291 16.226 -0.003 -0.019 -0.008
Si -25.84 4.063 16.25 -0.015 -0.007 0.001
Si -23.057 -9.5 16.171 -0.013 0 -0.027
Si -25.794 -6.777 16.328 0.011 -0.011 0.009
Si -23.074 -4.101 16.319 0.008 -0.001 -0.006
Si -20.371 -1.405 16.264 -0.018 -0.013 0.012
Si -17.636 1.328 16.232 -0.015 0.018 0
Si -20.308 4.033 16.201 -0.006 0.012 -0.017
Si -17.629 6.798 16.185 0.005 -0.002 -0.01
Si -20.352 9.514 16.243 0.002 -0.007 -0.006
Si -17.603 -4.116 16.236 0.008 0.012 -0.007
Si -14.97 -1.397 16.201 -0.01 -0.02 0.006
Si -12.247 1.367 16.072 -0.004 0.002 -0.024
Si -14.917 4.064 16.184 0.003 -0.01 -0.001
Si -12.257 -9.532 16.193 0.008 0.001 0.001
Si -14.938 -6.807 16.244 -0.008 0.018 -0.003
Si -12.254 -4.112 16.139 -0.008 0.005 -0.02
Si -9.526 -1.414 16.088 0 -0.002 -0.009
Si -6.762 1.372 16.146 0.015 0.002 0.005
Si -9.485 4.101 16.138 0.009 -0.01 0.013
Si -6.835 6.764 16.188 0.008 -0.002 0.007
Si -9.534 -6.859 16.16 -0.01 -0.005 0
Si -6.805 -4.099 16.127 -0.009 0.001 -0.012
Si -4.085 -1.33 16.188 0.005 0.012 -0.011
Si -1.422 1.348 16.243 -0.009 0.002 0.009
Si -4.117 4.079 16.187 -0.017 0.017 -0.011
Si -1.397 6.778 16.311 -0.001 0.011 0.002
Si -4.099 9.475 16.224 0.004 0.006 -0.017
Si -1.427 -4.112 16.216 0.002 0.009 -0.004
Si 2.669 -0.037 17.687 0 -0.015 -0.004
Si 5.346 2.771 17.711 0.01 0.014 -0.001
Si 2.648 5.486 17.645 0.014 -0.013 -0.027
Si 5.316 8.229 17.78 -0.028 0.012 0.026
Si 2.633 -5.509 17.7 0.003 0 -0.015
Si 5.402 -2.693 17.772 0.014 -0.007 -0.008
Si 8.12 0.026 17.755 -0.015 -0.018 0.003
Si 10.854 2.749 17.786 -0.003 -0.012 0.008
Si 8.123 5.482 17.691 0.003 0.021 -0.002
Si 10.772 -8.037 17.721 0.005 0 0.007
Si 8.052 -5.329 17.8 -0.021 0.006 -0.016
Si 10.875 -2.671 17.86 -0.006 -0.014 0.021
Si 13.565 0.065 17.869 0.007 -0.003 -0.012
Si 16.288 2.805 17.751 -0.01 0.001 -0.001
Si 13.532 5.525 17.748 -0.01 -0.012 0.007
Si 16.293 -8.124 17.829 -0.02 -0.015 -0.019
Si 13.568 -5.37 17.798 -0.014 0.027 0.005
Si 16.251 -2.608 17.779 0.004 0.024 -0.025
Si 19.09 0.058 17.782 -0.011 0.005 0.006
Si 21.776 2.774 17.816 -0.002 -0.004 0.006
Si 19.037 5.532 17.85 -0.019 0.003 0.01
Si 21.765 -8.082 17.829 -0.011 -0.001 0.014
Si 19.016 -5.357 17.859 -0.025 -0.027 0.025
Si 21.785 -2.683 17.813 0.001 0.019 -0.003
Si 24.545 0.019 17.893 0.018 -0.018 0.023
Si 27.187 2.693 17.716 0.01 0.018 -0.022
Si 24.529 5.432 17.769 -0.01 0 0
Si 27.229 -8.162 17.723 0.003 -0.004 0.003
Si 24.474 -5.404 17.815 0.003 0.017 0.007
Si 27.213 -2.713 17.759 -0.004 0.006 -0.005
Si 29.899 -0.031 17.673 -0.001 0.004 0.022
Si 32.665 2.707 17.57 0.01 0.011 -0.005
Si 29.91 5.449 17.656 0.005 -0.008 -0.003
Si 32.699 -8.244 17.725 0.001 -0.015 0.005
Si 29.955 -5.439 17.792 -0.007 0.024 0.029
Si 32.666 -2.78 17.6 0.024 0.003 -0.029
Si 35.48 -0.057 17.63 0.01 -0.013 0.005
Si 38.072 2.694 17.626 0.004 0.023 -0.01
Si 35.371 5.404 17.696 -0.012 -0.003 -0.005
Si 38.109 8.191 17.681 -0.017 0.018 0.023
Si 35.404 10.776 17.665 0.009 -0.019 -0.006
Si 38.199 -2.771 17.647 -0.012 -0.008 -0.006
Si 40.836 -0.046 17.627 -0.002 -0.005 0.015
Si -21.643 2.611 17.516 0.022 -0.014 -0.002
Si -24.433 5.48 17.483 -0.002 0.023 -0.025
Si -21.729 -8.168 17.582 -0.016 0.008 0.021
Si -24.411 -5.449 17.737 0.004 0.027 0.002
Si -21.713 -2.744 17.692 0.004 -0.01 0.007
Si -18.993 -0.047 17.597 0.009 -0.009 -0.017
Si -16.254 2.709 17.562 -0.003 -0.014 0.007
Si -18.939 5.412 17.544 -0.007 -0.023 0.001
Si -16.305 8.14 17.594 -0.039 0.011 -0.003
Si -18.96 10.852 17.597 0.017 -0.01 -0.012
Si -16.242 -2.797 17.646 0.008 0.003 0.006
Si -13.581 0.025 17.445 0.023 0.01 -0.006
Si -10.924 2.767 17.394 -0.008 0.04 0.002
Si -13.559 5.39 17.582 -0.001 -0.036 0.023
Si -10.929 -8.164 17.562 -0.026 0.038 0.004
Si -13.558 -5.431 17.59 -0.006 0.017 0.005
Si -10.916 -2.737 17.46 -0.008 -0.016 -0.001
Si -8.117 -0.072 17.376 -0.014 0 0.01
Si -5.443 2.741 17.574 0.02 -0.029 0.001
Si -8.131 5.387 17.595 0.045 -0.012 0.037
Si -5.455 8.081 17.549 0.024 0.013 -0.017
Si -8.149 -5.486 17.454 0.01 0.015 0.011
Si -5.407 -2.772 17.47 0.015 -0.006 -0.005
Si -2.829 0.069 17.632 -0.019 0.012 0.018
Si -0.085 2.698 17.619 0.016 0.009 -0.008
Si -2.803 5.391 17.616 -0.011 0.01 0.007
Si -0.065 -8.151 17.694 0.013 -0.008 0.015
Si -2.786 -5.45 17.594 -0.014 -0.008 -0.019
Si -0.089 -2.815 17.623 0.006 -0.018 -0.01
Si 1.286 1.348 18.963 0.006 0.027 -0.019
Si 3.957 4.15 19.045 -0.009 -0.025 -0.007
Si 1.363 6.852 19.046 0.015 0.023 -0.027
Si 3.926 -6.767 19.229 0.004 -0.025 0.017
Si 1.173 -4.269 19.027 -0.028 -0.013 -0.015
Si 4.008 -1.374 19.113 0.023 0.008 -0.012
Si 6.707 1.394 19.041 -0.007 0.004 -0.026
Si 9.469 4.132 19.071 -0.002 0.015 -0.014
Si 6.775 6.862 19.01 0.016 -0.019 -0.021
Si 9.43 -6.673 19.116 0.004 0.025 -0.022
Si 6.735 -3.975 19.241 0.033 -0.008 0.008
Si 9.5 -1.271 19.177 0.01 0.026 -0.013
Si 12.202 1.437 19.228 0.012 0.001 0.001
Si 14.904 4.169 19.089 -0.006 -0.004 -0.033
Si 12.116 -9.404 19.035 0.012 -0.014 -0.044
Si 14.878 -6.777 19.142 0.002 -0.032 0.001
Si 12.289 -4.012 19.239 0.007 0.015 0.007
Si 14.94 -1.288 19.237 0.018 -0.009 0.005
Si 17.714 1.473 19.05 0.002 0.008 -0.033
Si 20.422 4.161 19.175 0.011 -0.001 -0.022
Si 17.67 -9.426 19.235 0.008 -0.011 -0.014
Si 20.415 -6.7 19.224 0.032 0.024 -0.031
Si 17.569 -3.951 19.13 0.01 -0.004 -0.01
Si 20.463 -1.289 19.163 -0.005 0.002 -0.023
Si 23.159 1.451 19.195 0.006 0.02 -0.042
Si 25.866 4.026 19.13 -0.011 -0.022 -0.023
Si 23.194 -9.48 19.09 -0.006 0.017 -0.034
Si 25.883 -6.8 19.08 -0.002 -0.008 -0.003
Si 23.117 -4.037 19.207 -0.012 -0.019 0.013
Si 25.946 -1.396 19.246 -0.011 0.013 -0.043
Si 28.518 1.308 19.053 -0.036 0.007 -0.013
Si 31.268 4.033 18.911 -0.002 -0.02 -0.039
Si 28.582 -9.527 19.073 0.003 -0.003 -0.018
Si 31.344 -6.883 19.071 -0.007 0.006 -0.041
Si 28.578 -4.019 19.146 0.009 -0.025 -0.047
Si 31.273 -1.455 18.929 0.009 -0.035 -0.036
Si 34.065 1.345 18.858 0.012 0.007 -0.041
Si 36.695 4.001 19.037 -0.017 -0.036 -0.002
Si 34.018 -9.631 19.144 -0.009 0.02 0.003
Si 36.723 9.475 19.143 0.022 -0.022 -0.016
Si 34.008 -4.164 18.926 -0.012 0.006 -0.023
Si 36.919 -1.378 19.009 -0.006 0.049 -0.006
Si 39.455 1.344 18.949 0.006 -0.054 -0.023
Si -23.037 4.057 18.672 -0.017 0.015 -0.049
Si 39.567 6.837 18.919 0.027 0.01 0
Si -23.026 -6.85 19.06 0.001 0 -0.012
Si 39.493 -4.089 19.125 0.001 -0.014 0.002
Si 42.18 -1.364 19.05 -0.006 0.024 -0.024
Si -20.329 1.292 19 -0.035 -0.001 -0.011
Si -17.574 4.083 18.936 0.009 0.011 -0.017
Si -20.337 -9.559 18.848 0.028 0.013 -0.028
Si -17.646 9.493 19.006 0.007 -0.003 0.003
Si -20.292 -4.14 18.994 0.015 0.012 -0.024
Si -17.65 -1.435 18.945 -0.02 0.007 -0.017
Si -14.831 1.379 18.886 -0.008 0.061 -0.017
Si -12.166 4.03 18.961 0.005 -0.02 -0.04
Si -14.942 6.751 18.912 0.014 -0.005 -0.011
Si -12.219 -6.757 18.995 0.039 -0.006 -0.011
Si -14.814 -4.097 19.073 0.001 0.034 0.006
Si -12.272 -1.336 18.794 -0.009 -0.034 -0.022
Si -9.545 1.329 18.542 -0.013 -0.021 -0.031
Si -6.75 4.028 19.028 -0.016 0.029 -0.007
Si -9.601 6.722 18.844 -0.024 -0.022 -0.016
Si -6.766 9.515 18.831 0.035 0.027 -0.029
Si -9.56 -4.147 18.743 -0.023 -0.017 -0.031
Si -6.716 -1.372 18.751 0.008 0.023 -0.008
Si -4.121 1.517 19.086 0.024 0.029 -0.02
Si -1.496 3.995 18.985 -0.047 -0.035 -0.003
Si -4.2 6.686 19.002 -0.009 -0.028 -0.006
Si -1.519 -6.816 19.009 0.01 0.014 -0.026
Si -4.15 -4.108 18.957 -0.024 0.022 -0.029
Si -1.495 -1.408 18.853 -0.008 -0.011 -0.043
Si -0.144 -0.047 20.161 -0.039 0.018 0.04
Si 2.562 2.733 20.362 0.016 -0.007 0.047
Si -0.14 5.452 20.141 -0.018 0.028 0.028
Si 2.598 8.113 20.674 0.004 0.012 0.045
Si -0.197 -5.614 20.522 0.034 0.002 0.038
Si 2.585 -2.886 20.259 0.022 0.014 0.014
Si 5.33 0.085 20.463 -0.017 -0.011 0.046
Si 8.112 2.75 20.371 -0.009 -0.014 0.051
Si 5.412 5.52 20.332 -0.01 0.004 0.017
Si 8.064 8.243 20.416 -0.013 -0.014 0.046
Si 5.322 -5.347 20.571 -0.013 0.015 0.052
Si 8.12 -2.555 20.597 -0.039 -0.021 0.04
Si 10.859 0.069 20.612 -0.043 -0.003 0.047
Si 13.575 2.852 20.524 0.015 0.026 0.046
Si 10.784 5.548 20.393 0.009 0.019 0.075
Si 13.396 -8.056 20.468 -0.02 0.031 0.043
Si 10.8 -5.334 20.514 0.006 0.005 0.031
Si 13.638 -2.644 20.701 -0.024 -0.041 0.053
Si 16.403 0.126 20.431 -0.013 0.01 0.038
Si 18.975 2.857 20.481 -0.027 0.013 0.06
Si 16.213 5.529 20.492 -0.01 0.003 0.053
Si 19.014 -8.024 20.599 -0.023 -0.023 0.07
Si 16.191 -5.36 20.447 0.022 0.009 0.046
Si 19.004 -2.616 20.445 -0.007 -0.006 0.013
Si 21.803 0.112 20.55 0.005 -0.022 0.04
Si 24.534 2.751 20.625 0.001 -0.005 0.061
Si 21.853 5.502 20.471 0.022 -0.007 0.109
Si 24.581 -8.148 20.467 -0.007 -0.007 0.029
Si 21.789 -5.339 20.656 -0.022 -0.009 0.035
Si 24.488 -2.725 20.583 0.022 0.026 0.04
Si 27.348 -0.022 20.616 -0.002 -0.031 0.035
Si 29.916 2.699 20.271 -0.006 -0.004 0.049
Si 27.256 5.388 20.42 0.007 0.004 0.048
Si 29.984 -8.235 20.453 0.009 0.017 0.036
Si 27.235 -5.48 20.441 0.017 0.014 0.043
Si 29.977 -2.637 20.496 -0.048 -0.01 0.031
Si 32.672 -0.042 20.09 -0.028 0.002 0.012
Si 35.281 2.624 20.405 0.026 0.048 0.074
Si 32.591 5.244 20.385 0.018 0.02 0.082
Si 35.363 -8.288 20.557 0.036 0.009 0.065
Si 32.681 -5.468 20.382 -0.004 0.016 0.056
Si 35.494 -2.853 20.146 0.023 -0.017 0.013
Si 38.2 0.063 20.479 -0.004 -0.007 0.039
Si 40.906 2.78 20.051 0.044 -0.016 0.073
Si 38.175 5.424 20.158 0 -0.001 0.051
Si 40.887 8.14 20.452 -0.021 -0.007 0.032
Si 38.107 10.895 20.515 -0.023 0.013 0.016
Si 40.844 -2.694 20.494 0.003 0.011 0.057
Si 43.536 -0.015 20.441 0.016 0.021 0.028
Si -18.924 2.727 20.267 0.02 0.021 0.036
Si -21.698 5.336 20.058 -0.007 -0.017 0.06
Si -19.059 -8.263 20.298 0.015 0.021 0.028
Si -21.573 -5.543 20.389 0.009 -0.039 0.082
Si -19.001 -2.76 20.404 0.007 0.02 0.029
Si -16.154 -0.06 20.126 0.017 -0.044 0.04
Si -13.469 2.617 20.376 0.006 0.006 0.066
Si -16.211 5.376 20.369 -0.021 -0.054 0.022
Si -13.571 8.105 20.262 0.01 0.016 0.07
Si -16.191 10.781 20.392 0.003 -0.077 0.003
Si -13.435 -2.583 20.405 -0.035 -0.028 0.035
Si -10.819 0.035 19.953 -0.027 0.025 0.064
Si -8.281 2.543 20.002 0.017 0.02 0.039
Si -10.802 5.397 20.378 -0.045 -0.007 0.06
Si -8.223 8.135 20.009 -0.008 0.024 0.049
Si -10.813 -5.38 20.339 -0.024 0 0.061
Si -8.1 -2.802 19.93 0.031 -0.026 0.018
Si -5.543 0.042 20.23 0.014 0.024 0.039
Si -2.724 2.814 20.672 -0.028 -0.03 0.002
Si -5.392 5.308 20.565 0.042 -0.051 0.058
Si -2.912 -8.181 20.319 -0.005 0.023 0.068
Si -5.463 -5.484 20.345 0.003 -0.033 0.079
Si -2.839 -2.706 20.287 0.011 -0.004 0.094
Si 0.987 -1.668 21.341 0.215 0.2 -0.697
Si 4.214 1.741 21.714 -0.197 -0.27 -0.638
Si 1.159 4.194 21.545 -0.071 -0.261 -0.628
Si 4.451 7.06 21.805 -0.349 -0.11 -0.701
Si 0.719 -7.343 21.955 0.25 0.173 -0.674
Si 3.749 -4.127 21.862 0.141 -0.049 -0.651
Si 6.99 -0.854 21.821 -0.11 -0.27 -0.755
Si 9.256 1.301 21.821 0.208 0.137 -0.763
Si 6.532 3.918 21.608 0.178 0.176 -0.71
Si 9.547 7.03 21.749 -0.125 -0.216 -0.702
Si 6.556 -6.933 21.802 0.174 0.257 -0.651
Si 9.754 -3.708 21.863 -0.18 -0.071 -0.705
Si 11.999 -1.496 21.993 0.224 0.153 -0.693
Si 15.233 1.68 21.706 -0.089 -0.022 -0.706
Si 12.392 4.509 21.73 -0.025 -0.153 -0.751
Si 14.574 -9.612 21.71 0.129 0.012 -0.66
Si 11.738 -7.023 21.848 0.285 0.228 -0.749
Si 14.918 -4.151 22.057 -0.152 0.034 -0.68
Si 18.019 -0.95 21.768 -0.248 -0.17 -0.768
Si 20.175 1.329 21.763 0.185 0.094 -0.684
Si 17.341 3.956 21.816 0.094 0.099 -0.725
Si 20.73 -9.185 21.707 -0.196 -0.083 -0.83
Si 17.855 -6.303 21.773 0.008 -0.267 -0.707
Si 20.105 -4.119 21.845 0.28 0.012 -0.644
Si 23.378 -1.063 21.867 -0.134 -0.164 -0.716
Si 25.696 1.086 21.88 0.136 0.227 -0.718
Si 23.456 4.463 21.885 -0.165 -0.214 -0.768
Si 25.777 -9.727 21.762 0.085 0.208 -0.724
Si 23.024 -7.017 21.816 0.176 0.317 -0.737
Si 25.944 -4.108 21.835 -0.269 -0.197 -0.714
Si 29.154 -0.918 21.972 -0.182 -0.107 -0.612
Si 31.337 1.289 21.431 -0.028 0.014 -0.431
Si 28.809 4.187 21.706 -0.183 -0.13 -0.705
Si 31.049 -9.927 21.708 0.121 0.183 -0.706
Si 28.844 -6.628 21.724 -0.23 -0.214 -0.739
Si 31.038 -4.355 21.669 0.243 0.158 -0.732
Si 34.196 -1.33 21.226 -0.111 -0.053 -0.648
Si 36.337 0.968 21.681 0.357 0.325 -0.67
Si 33.511 3.511 21.707 0.049 0.05 -0.697
Si 37.112 -9.479 21.645 -0.299 -0.009 -0.69
Si 34.241 -6.563 21.753 -0.24 -0.359 -0.652
Si 36.456 -4.254 21.776 0.407 0.243 -0.681
Si 39.58 -1.227 21.924 0.168 0.148 -0.772
Si 42.407 1.788 21.505 -0.061 -0.388 -0.739
Si 39.786 4.305 21.391 -0.117 -0.097 -0.814
Si 42.087 6.375 21.477 0.061 0.328 -0.723
Si 39.193 9.226 21.765 0.249 0.134 -0.682
Si 42.47 -3.989 21.6 -0.236 -0.104 -0.742
Si 44.607 -1.694 21.728 0.27 0.296 -0.718
Si -17.545 1.214 21.397 0.122 0.349 -0.665
Si -20.566 3.879 21.48 0.22 0.108 -0.7
Si -17.492 -9.392 21.602 -0.167 -0.329 -0.616
Si -20.23 -6.928 21.849 -0.213 -0.024 -0.739
Si -17.295 -3.878 21.603 -0.406 -0.316 -0.614
Si -15.142 -1.486 21.71 0.483 0.377 -0.528
Si -11.827 1.359 21.584 -0.308 -0.078 -0.659
Si -14.497 4.313 21.655 -0.22 -0.186 -0.769
Si -12.389 6.626 21.621 0.245 0.042 -0.767
Si -15.143 9.067 21.711 0.165 0.36 -0.703
Si -11.598 -3.491 21.577 -0.154 -0.138 -0.657
Si -9.368 -1.318 21.111 0.07 0.025 -0.49
Si -7.328 0.976 21.441 0.131 -0.029 -0.608
Si -9.7 3.619 21.479 0.054 0.22 -0.72
Si -6.856 6.918 21.403 -0.109 -0.409 -0.699
Si -9.196 9.648 21.468 -0.284 0.057 -0.725
Si -7.169 -4.326 21.413 0.234 0.018 -0.72
Si -3.965 -1.051 21.525 -0.065 -0.186 -0.707
Si -1.577 0.988 21.677 0.058 0.275 -0.645
Si -3.596 4.551 22.243 -0.257 -0.261 -0.609
Si -1.471 6.774 21.49 -0.057 -0.016 -0.522
Si -4.558 -7.207 21.724 0.445 0.426 -0.584
Si -1.315 -3.865 21.644 -0.296 -0.285 -0.632
Si 0.767 -1.538 24.082 0.082 -0.001 -0.013
Si 5.841 4.069 -2.339 -0.009 0.006 0.015
Si 4.131 -7.759 25.942 0.032 -0.042 -0.054
Si 12.717 6.976 -3.889 -0.029 0.038 0.177
Si 7.095 -2.742 -6.957 0.05 0.032 -0.105
Si 2.419 -6.058 24.087 -0.05 0.153 0.024
Si 7.491 -1.033 -3.254 0.237 0.036 0.147
Si 10.497 3.239 23.975 -0.071 0.027 -0.108
Si 13.794 6.772 -6.644 0.155 0.079 -0.038
Si 8.157 5.253 23.963 0.087 0.017 -0.054
Si 4.701 2.7 -5.787 -0.011 0.073 -0.033
Si 1.206 6.004 25.899 0.041 -0.092 0.042
Si 11.505 -3.639 -6.598 0.04 -0.008 -0.164
Si 17.884 5.859 24.239 0.033 -0.008 -0.055
Si 16.783 6.154 -6.44 -0.045 0.037 0.017
Si 18.732 -5.729 -5.046 -0.002 -0.01 -0.057
Si 17.721 7.81 -4.006 -0.017 0.017 -0.05
Si 16.443 -2.455 23.874 0.063 0.018 0.064
Si 18.26 3.408 -6.88 -0.046 -0.009 0.019
Si 27.255 -8.075 24.017 -0.023 -0.064 -0.121
Si 20.542 6.577 24.719 -0.076 0.043 0
Si 27.588 5.755 -5.188 0.039 -0.001 0.069
Si 16.424 -8.055 23.717 0.009 -0.056 -0.064
Si 21.717 -2.616 24.083 -0.115 0.077 -0.102
Si 22.376 0.528 -4.685 -0.11 0.104 0.155
Si 28.801 -4.549 25.95 -0.164 0.044 0.002
Si 20.37 2.201 24.705 -0.06 0.069 -0.091
Si 29.467 7.328 -7.072 0.1 0.107 -0.073
Si 24.88 -6.064 24.124 0.019 -0.049 -0.214
Si -31.172 4.517 24.613 -0.037 0.056 -0.115
Si 28.677 1.695 -6.626 -0.078 -0.003 -0.057
Si 31.651 6.442 24.657 -0.024 0.039 -0.075
Si -31.389 1.746 -4.288 -0.013 0.018 0.009
Si 31.834 -7.568 -6.015 0.006 -0.122 -0.089
Si 28.118 -5.257 -4.917 0.099 -0.061 0.114
Si -32.388 -3.047 23.585 0.003 -0.036 -0.078
Si -26.255 3.327 24.297 0.039 0.034 0.057
Si -29.756 3.125 -6.623 0.033 -0.034 -0.036
Si -26.281 6.638 -4.607 0.084 0.03 -0.031
Si -31.386 -5.707 24.497 -0.135 -0.026 -0.181
Si -27.793 -2.391 23.908 -0.138 0.073 -0.04
Si -21.606 -2.147 -4.342 0.015 -0.018 0.041
Si -23.026 -1.461 -6.85 -0.005 0.085 0.042
Si -23.131 -6.701 -4.291 0.002 -0.072 0.012
Si -29.171 5.402 -4.789 -0.123 0.009 0.007
Si -22.17 7.809 23.803 0.115 -0.017 -0.031
Si -24.798 -6.975 24.479 -0.164 0.024 -0.042
Si -18.909 -0.394 23.49 0.032 -0.007 0.1
Si -15.32 0.764 -5.933 -0.077 -0.035 -0.117
Si -11.47 -0.069 24.352 -0.021 -0.065 -0.162
Si -18.647 4.979 23.492 -0.016 0.093 0.053
Si -17.779 3.621 25.988 0.001 -0.008 -0.063
Si -15.688 -6.359 -3.298 0.077 -0.089 0.153
Si -9.138 6.723 26.007 -0.02 -0.034 -0.049
Si -15.36 5.938 -5.204 -0.064 0.073 -0.047
Si -3.991 3.924 25.464 -0.104 0.036 -0.216
Si -8.723 1.016 25.405 0.009 0.044 0.008
Si -8.975 -6.705 -3.187 -0.002 0.011 0.098
Si -12.449 1.081 -6.052 0.087 0.014 0.062
Si -7.254 -4.063 -3.024 0.006 -0.151 0.063
Si -7.557 3.139 23.556 -0.064 -0.074 -0.203
Si -3.994 0.735 25.901 -0.03 -0.043 0.045
Si -5.619 5.177 -5.307 0.036 0.137 0.028
Si -5.226 -5.423 -4.755 0.039 -0.013 -0.038
Si -5.15 -7.893 24.598 0.016 -0.011 -0.124
Si -5.549 -2.82 23.523 0.064 0.022 -0.131
Si -0.688 4.763 -7.026 0.035 -0.005 0.048
Si 4.5 7.301 -2.767 -0.153 -0.047 0.098
Si 0.088 2.419 23.87 0.125 -0.019 -0.131
Si 6.916 -6.335 -5.777 -0.023 -0.027 0.072
Si -2.977 -4.015 24.308 0.057 0.216 -0.072
Si 3.122 2.31 24.436 -0.072 0.042 -0.086
Si 1.983 -1.344 -2.692 0.023 0.054 0.068
Si 11.394 0.524 -4.745 -0.11 -0.049 -0.053
Si 3.113 5.33 -4.838 -0.012 -0.019 -0.011
Si 2.986 5.369 23.583 0.044 -0.193 0.045
Si -3.408 -1.713 -2.996 -0.008 -0.021 0.136
Si 13.623 2.295 -4.986 -0.028 0.113 0.105
Si 9.372 -1.431 -5.618 0.06 -0.047 0.144
Si 15.381 6.609 -2.573 0.06 0.123 0.132
Si 11.89 -7.044 -2.329 -0.048 0.054 0.044
Si 10.527 -4.319 -2.636 0.014 -0.16 0.084
Si 9.748 -5.572 -5.259 0.109 -0.166 0.041
Si 7.042 2.012 -3.999 -0.088 0.001 -0.001
Si 12.75 3.279 25.89 0.057 -0.093 0.064
Si 20.683 0.106 -7.053 0.09 -0.034 -0.003
Si 19.784 -2.965 -4.364 -0.039 0.024 -0.085
Si 23.996 -3.131 -1.827 0.04 0.097 0.084
Si 12.873 -5.418 24.247 0.025 0.065 -0.018
Si 14.123 -0.414 23.853 -0.089 0.09 -0.116
Si 21.419 2.263 -2.32 0.209 0.022 0.278
Si 24.739 1.572 -6.06 0.036 -0.001 0.029
Si 22.962 -2.458 -4.576 -0.19 -0.025 0.052
Si 18.181 -1.364 -6.565 0.026 -0.134 0.086
Si 21.289 -6.476 -6.631 0.032 -0.037 0.129
Si 22.867 -4.823 25.867 -0.08 -0.097 -0.006
Si 27.806 -2.514 -4.939 0.078 0.014 -0.005
Si 27.284 2.677 24.076 -0.003 -0.027 -0.131
Si 19.642 3.954 -4.248 -0.03 0.164 -0.053
Si 26.884 1.946 -4.12 0.116 -0.06 0.062
Si 26.67 -0.61 -6.935 0.017 0.045 -0.063
Si 31.573 0.722 -5.916 0.04 -0.054 0.004
Si -32.01 -0.77 25.438 0.108 -0.002 -0.124
Si -30.586 -0.891 -4.827 -0.035 0.059 -0.069
Si 24.718 -8.05 -2.11 -0.134 -0.119 0.002
Si -31.158 4.221 -2.766 -0.007 0.008 0.008
Si 29.804 -1.56 -2.821 0.04 0.047 0.171
Si 21.74 -5.251 -1.694 -0.159 -0.011 -0.111
Si -29.392 0.346 24.484 0.02 -0.057 -0.1
Si -30.683 8.022 -5.021 -0.048 0.053 0.082
Si -27.608 -4.877 -4.324 -0.088 -0.001 -0.114
Si -29.054 -6.141 -6.625 -0.085 -0.074 0.113
Si -27.297 0.431 -2 -0.036 0.042 -0.061
Si -24.659 0.934 23.931 -0.038 -0.105 -0.188
Si -23.02 3.042 -4.529 -0.064 0.044 0.02
Si -21.946 7.536 -6.427 -0.078 0.003 0.011
Si -24.784 7.904 -2.359 0.098 0.029 0.187
Si -24.842 -4.297 -4.873 -0.048 -0.022 0.15
Si -23.092 -4.622 24.55 0.019 -0.001 -0.095
Si -16.187 -1.337 24.53 0.174 0.096 -0.152
Si -17.237 7.333 -3.3 0.054 -0.147 0.128
Si -16.418 3.037 23.447 0.031 -0.058 0.058
Si -22.212 1.341 -6.794 0.084 0.06 -0.068
Si -18.099 -5.627 23.826 0.027 -0.013 -0.103
Si -19.851 -4.443 -4.217 -0.049 -0.083 0.052
Si -8.622 -1.406 -2.998 0.042 0.06 0.252
Si -14.633 -3.759 25.648 0.03 0.072 -0.013
Si -7.199 7.088 -3.453 0.169 0.005 0.08
Si -14.098 -7.535 -5.83 -0.035 -0.014 0.009
Si -7.27 -6.178 -7.054 0.109 -0.029 -0.102
Si -15.32 -6.624 24.618 -0.011 -0.119 0.038
Si -13.119 -3.516 -4.738 0.134 0.039 -0.007
Si -8.035 3.192 -5.087 0.097 -0.066 0.033
Si -3.379 -7.029 -3.043 -0.088 0.052 0.139
Si 0.188 4.869 -4.084 -0.062 0.037 -0.043
Si -6.832 5.907 24.168 0.025 0.16 -0.084
Si -10.419 -5.744 25.549 -0.019 -0.02 -0.137
Si -6.432 -0.876 25.565 0.066 0.059 0.015
Si -1.802 -1.308 25.281 0.06 -0.052 0.015
Si 2.338 -6.914 -2.806 -0.04 -0.147 0.19
Si 2.767 0.916 -4.285 0.053 0.068 0.085
Si 5.625 -2.702 23.609 -0.05 0.041 0.017
Si -4.833 0.11 -4.908 0.029 0.024 -0.04
Si -1.299 2.627 -2.792 -0.05 -0.157 0.099
Si -0.303 -4.936 -5.673 -0.114 0.035 -0.026
Si 3.099 2.92 -2.042 0.105 -0.048 0.09
Si 7.024 6.498 -3.946 0.157 0.034 0.045
Si 1.846 -7.16 -5.579 0.063 -0.022 -0.014
Si -1.705 -4.319 -3.042 0.067 0.111 0.042
Si 6.012 -3.406 -4.101 0.085 -0.07 0.067
Si 3.41 -4.082 -2.891 0.13 0.091 0.262
Si 9.311 -7.78 -3.462 -0.049 -0.1 -0.086
Si 9.825 2.463 -2.945 -0.098 -0.094 0.235
Si 6.759 7.283 -6.815 -0.055 0.013 -0.131
Si 6.885 -5.964 -2.884 -0.121 -0.133 0.112
Si 7.652 -4.851 23.68 0.049 -0.06 0.033
Si 15.067 1.439 25.983 0.069 0.141 -0.113
Si 15.185 1.516 -2.741 -0.131 0.065 0.124
Si 10.928 5.288 -2.021 0.072 0.052 0.147
Si 16.514 -5.219 -1.851 0.021 0.07 0.095
Si 14.467 -7.563 25.911 -0.07 0.037 -0.088
Si 12.3 -1.76 -2.717 0.153 0.073 0.065
Si 15.993 -0.959 -4.574 0.03 -0.025 0.041
Si 17.144 3.961 -2.472 0.01 -0.046 0.163
Si 1.014 -3.954 25.779 0.122 0.072 -0.008
Si 17.633 -2.396 -2.483 -0.071 0.078 0.099
Si 22.194 -7.398 -3.822 0.096 0.049 0.108
Si 13.981 -2.863 -4.777 -0.123 0.013 0.072
Si 27.301 0.534 -1.754 0.053 -0.057 -0.011
Si 22.532 4.321 24.88 0.006 -0.093 -0.204
Si 20.229 6.571 -2.955 0.104 -0.13 0.124
Si 15.851 -5.401 -4.847 0.071 0.034 0.072
Si 27.268 -7.968 -3.744 -0.007 -0.027 0.083
Si 31.991 -2.083 -4.754 -0.127 0.105 -0.012
Si 29.973 1.458 -2.277 -0.048 -0.026 0.036
Si 28.575 3.849 -2.966 -0.01 0.042 0.095
Si 25.234 3.587 26.012 0.054 0.015 0.004
Si 30.119 8.021 -2.435 0.067 0.061 0.145
Si 29.899 -5.572 -2.406 0.019 0.14 0.148
Si 27.587 -2.635 23.85 0.157 0.148 0.052
Si 31.94 -4.659 -6.562 -0.013 -0.055 0.011
Si -24.143 5.26 -6.434 -0.046 0.005 -0.017
Si 32.279 6.193 -2.377 -0.041 -0.101 0.094
Si -26.507 -7.86 -6.999 -0.01 -0.094 -0.088
Si -30.446 8.065 -2.029 0.063 -0.051 0.079
Si -27.515 -5.022 -1.606 0.002 0.024 0.065
Si -27.759 -1.785 -4.246 0.081 0.037 0.044
Si -20.235 3.759 -3.178 -0.006 -0.002 0.07
Si -25.16 2.617 -2.228 0.015 -0.039 0.09
Si -19.646 1.131 25.977 0.022 -0.003 0.016
Si -25.779 -1.926 -6.556 -0.054 0.038 0.004
Si -24.85 -3.38 -1.987 -0.033 0.055 0.064
Si -17.155 -0.983 -4.149 -0.021 -0.038 0.11
Si -18.998 1.243 -2.75 0.122 -0.092 0.057
Si -28.344 5.414 24.474 0.045 0.066 -0.11
Si -20.609 -7.03 -2.899 0.02 0.019 0.05
Si -19.251 -1.136 -6.054 -0.037 0.035 -0.161
Si -21.546 -0.351 -2.101 0.022 0.017 0.047
Si -14.107 3.136 -4.948 -0.008 0.104 -0.022
Si -13.399 2.961 -2.078 0.13 -0.02 0.127
Si -19.897 6.694 -4.34 -0.038 0.044 0.004
Si -11.244 5.266 -2.278 0.124 -0.064 0.13
Si -17.104 -3.724 -2.929 0.022 -0.008 0.149
Si -20.226 -4.498 25.804 -0.07 0.158 -0.033
Si -11.479 -1.089 -4.227 -0.217 0.044 0.055
Si -3.641 4.155 -3.079 -0.06 0.026 0.031
Si -10.715 -8.122 23.762 0.004 0.023 -0.059
Si -11.481 -6.166 -5.028 -0.077 -0.029 0.048
Si -11.815 -3.181 24.53 0.007 0.031 -0.144
Si -13.276 -2.223 -2.197 0.087 0.069 0.091
Si -6.879 1.234 -3.046 -0.061 0.026 0.046
Si -0.681 -0.155 -2.623 0.072 -0.001 0.138
Si -9.534 5.644 -4.623 0.037 0.052 -0.079
Si -2.98 -5.566 -6.69 -0.076 -0.02 -0.058
Si -1.815 6.755 -2.937 0.078 -0.042 0.024
Si 1.172 -0.566 -6.344 0.002 -0.114 -0.026
Si 1.429 -1.379 5.348 0.026 -0.001 0.008
Si 4.16 1.319 5.472 0.015 0.008 0.003
Si 1.368 4.088 5.444 -0.002 0.037 0.01
Si 4.107 6.81 5.497 -0.031 0.011 0.015
Si 1.402 9.526 5.387 0.009 0.011 0.013
Si 4.127 -4.093 5.441 0.002 0.023 0.016
Si 6.897 -1.403 5.531 0.001 -0.014 0.007
Si 9.561 1.363 5.569 0.01 0.001 0.004
Si 6.852 4.079 5.527 0.018 -0.011 0.01
Si 9.536 6.806 5.588 0.001 0.002 0.015
Si 6.815 -6.751 5.522 -0.014 0.012 0.011
Si 9.531 -4.054 5.527 -0.002 0.011 0.013
Si 12.246 -1.326 5.571 -0.003 -0.007 0.008
Si 14.953 1.364 5.596 0.001 0.018 0.001
Si 12.267 4.066 5.628 0.005 -0.02 0.004
Si 14.975 6.794 5.625 0.007 -0.011 -0.002
Si 12.248 -6.776 5.588 -0.009 0.006 0.009
Si 14.96 -4.053 5.614 -0.003 0.008 0.005
Si 17.687 -1.375 5.612 0.003 -0.003 0.012
Si 20.38 1.351 5.59 -0.004 -0.013 0.009
Si 17.685 4.076 5.63 0.002 0.017 0.021
Si 20.411 6.794 5.612 -0.009 -0.002 0.011
Si 17.724 -6.803 5.646 0.006 0.005 0.008
Si 20.382 -4.09 5.599 0 0.005 -0.005
Si 23.11 -1.359 5.577 0.017 0.008 -0.004
Si 25.84 1.364 5.513 -0.006 -0.008 0.006
Si 23.121 4.045 5.603 0.001 0.005 0.009
Si 25.775 6.8 5.529 0 -0.007 -0.006
Si 23.113 -6.835 5.553 0.018 -0.01 0.005
Si 25.81 -4.1 5.525 0.016 -0.005 0.015
Si 28.505 -1.336 5.527 -0.013 0.001 0.007
Si 31.213 1.349 5.472 0.008 -0.003 0
Si 28.469 4.099 5.433 -0.008 -0.033 0.006
Si 31.18 6.776 5.459 0.006 0.002 -0.005
Si 28.499 -6.799 5.514 -0.005 -0.008 0.009
Si 31.214 12.227 5.523 0.009 -0.005 0.011
Si 33.932 -1.345 5.484 0.003 0.003 0.005
Si 36.685 1.371 5.488 0.004 0.01 0.016
Si 33.936 4.11 5.467 0 -0.003 0.012
Si -28.604 6.811 5.404 -0.017 0.002 -0.008
Si 33.919 9.519 5.487 -0.01 0.007 0.01
Si -28.626 -4.084 5.424 -0.022 -0.011 -0.004
Si -25.861 -1.366 5.41 0.005 -0.011 -0.002
Si -23.153 1.364 5.352 0.003 0.018 0.002
Si -25.844 4.053 5.434 -0.014 -0.018 0.008
Si -23.124 6.768 5.337 0.008 -0.016 -0.006
Si -25.884 -6.815 5.386 0.007 0.01 0
Si -23.161 12.205 5.349 0.016 0.009 -0.007
Si -20.407 -1.355 5.367 0.007 0.002 0.008
Si -17.7 1.393 5.318 0.002 -0.002 0.007
Si -20.469 4.088 5.311 -0.014 0.001 0.015
Si -17.698 6.794 5.295 -0.007 -0.004 0.004
Si -20.401 9.48 5.311 0.004 -0.01 0.016
Si -17.656 -4.123 5.307 0.005 -0.018 0.014
Si -14.942 -1.369 5.322 -0.007 -0.009 0.008
Si -12.233 1.39 5.309 -0.007 -0.008 0.001
Si -14.988 4.136 5.273 -0.012 0.019 0.006
Si -12.229 6.839 5.236 -0.017 -0.003 -0.001
Si -14.951 -6.789 5.3 0.004 0.007 0.002
Si -12.202 -4.064 5.317 0.002 -0.008 0.006
Si -9.488 -1.333 5.292 -0.014 -0.005 0.005
Si -6.776 1.403 5.272 -0.008 -0.003 0.006
Si -9.511 4.133 5.282 0 0.004 -0.004
Si -6.762 6.821 5.284 -0.006 -0.015 0.011
Si -9.508 -6.78 5.271 -0.007 0.008 0.008
Si -6.732 -4.073 5.28 0.008 -0.005 0.012
Si -4.039 -1.352 5.289 0 -0.017 0.01
Si -1.333 1.36 5.345 0.002 0.004 -0.003
Si -4.061 4.096 5.284 -0.006 0.014 0.012
Si -1.33 6.794 5.317 -0.009 0.002 0.007
Si -4.049 -6.808 5.283 -0.006 0.006 0.006
Si -1.316 -4.062 5.322 0.007 0.007 -0.001
Si 2.751 -0.028 6.777 -0.005 -0.012 -0.003
Si 5.476 2.707 6.853 0.002 -0.004 -0.006
Si 2.724 5.445 6.816 -0.005 -0.004 0.006
Si 5.457 -8.138 6.857 -0.005 -0.004 -0.007
Si 2.748 -5.447 6.782 -0.003 -0.008 -0.004
Si 5.473 -2.74 6.836 0.004 -0.006 -0.002
Si 8.198 -0.006 6.907 0 -0.003 -0.003
Si 10.896 2.714 6.96 0 -0.007 -0.001
Si 8.175 5.441 6.921 -0.004 -0.001 -0.003
Si 10.891 -8.143 6.939 0.003 -0.003 -0.007
Si 8.169 -5.406 6.894 -0.01 0.012 -0.007
Si 10.886 -2.703 6.909 -0.007 -0.007 -0.008
Si 13.597 0.015 6.957 0.002 0.004 -0.008
Si 16.307 2.723 6.967 0 0.002 -0.01
Si 13.615 5.441 6.977 0.005 -0.001 -0.003
Si 16.33 -8.153 6.974 -0.004 -0.011 -0.001
Si 13.6 -5.421 6.956 -0.011 0.003 -0.001
Si 16.314 -2.704 6.977 0 0 -0.002
Si 19.033 0.001 6.962 -0.004 -0.003 -0.002
Si 21.741 2.707 6.95 0.014 -0.007 0.002
Si 19.043 5.446 6.971 -0.01 -0.001 -0.002
Si 21.765 -8.161 6.955 -0.001 -0.004 -0.009
Si 19.044 -5.421 6.996 0.002 0.003 0.005
Si 21.759 -2.727 6.936 -0.006 -0.02 -0.005
Si 24.471 0.019 6.901 0.002 0.014 0
Si 27.175 2.738 6.866 -0.006 0.013 -0.011
Si 24.454 5.448 6.929 -0.008 -0.005 0.001
Si 27.154 -8.168 6.876 0.006 0.005 0
Si 24.46 -5.452 6.903 0.006 -0.011 -0.012
Si 27.157 -2.718 6.88 0.005 0.003 -0.005
Si 29.882 0.009 6.874 0.005 -0.007 -0.013
Si 32.593 2.715 6.816 0.012 -0.015 -0.004
Si 29.846 5.417 6.832 -0.013 0.019 -0.01
Si 32.564 8.138 6.82 -0.001 -0.003 -0.006
Si 29.857 10.876 6.879 0.001 0.012 0.005
Si 32.601 -2.727 6.849 0.002 -0.007 -0.007
Si 35.319 -0.001 6.827 -0.004 0.01 0
Si -27.211 2.72 6.813 0.003 -0.006 0.009
Si -29.959 5.466 6.798 -0.004 0.001 -0.002
Si -27.234 -8.165 6.766 0.012 -0.004 -0.003
Si -29.964 -5.443 6.811 0.002 0.004 -0.002
Si -27.239 -2.725 6.766 -0.009 0.013 -0.01
Si -24.486 -0.004 6.745 -0.002 0.004 -0.004
Si -21.79 2.725 6.709 -0.007 -0.002 -0.002
Si -24.471 5.431 6.745 0.01 -0.008 0.002
Si -21.756 8.128 6.692 0.003 0 -0.009
Si -24.505 10.858 6.736 -0.003 -0.016 -0.005
Si -21.788 -2.733 6.695 -0.006 0.006 -0.003
Si -19.035 0.012 6.695 -0.004 0.001 0
Si -16.328 2.757 6.656 -0.002 0.007 -0.004
Si -19.067 5.436 6.661 0.003 0.002 -0.003
Si -16.326 -8.158 6.647 -0.001 0.001 -0.005
Si -19.039 -5.467 6.666 0.002 0.01 -0.006
Si -16.309 -2.741 6.666 0.007 0.003 -0.005
Si -13.586 0.01 6.665 0.008 0.002 0
Si -10.863 2.754 6.645 -0.002 0.002 -0.001
Si -13.594 5.479 6.617 0.002 0.001 -0.01
Si -10.87 -8.144 6.628 0.005 0.004 -0.007
Si -13.583 -5.432 6.656 0.005 0.005 -0.001
Si -10.846 -2.696 6.662 0.003 0.004 0.002
Si -8.13 0.031 6.642 -0.005 0.01 -0.003
Si -5.41 2.732 6.654 0.001 -0.003 0.001
Si -8.128 5.46 6.643 0.009 -0.003 0.002
Si -5.415 -8.145 6.658 -0.006 0 0
Si -8.129 -5.424 6.628 0 0.003 -0.005
Si -5.392 -2.717 6.658 0.006 0.003 0
Si -2.693 -0.008 6.687 0.001 -0.007 -0.002
Si 0.006 2.705 6.753 -0.006 0.003 -0.001
Si -2.703 5.443 6.672 0.001 -0.015 -0.002
Si 0.022 8.15 6.712 0.005 -0.01 -0.009
Si -2.691 -5.44 6.658 -0.003 0 -0.008
Si 0.051 -2.728 6.709 0.007 -0.006 -0.001
Si 1.381 1.35 8.113 0.008 0.001 -0.008
Si 4.09 4.081 8.177 -0.003 0.001 -0.009
Si 1.354 6.814 8.135 0.009 -0.001 0.005
Si 4.081 -6.788 8.19 -0.006 -0.006 0.005
Si 1.381 -4.076 8.116 0.009 0.006 -0.001
Si 4.102 -1.365 8.169 -0.003 -0.004 0
Si 6.817 1.36 8.239 -0.006 0.006 0.001
Si 9.526 4.089 8.291 -0.003 -0.006 -0.003
Si 6.802 6.821 8.237 0.01 0.009 -0.007
Si 9.52 -6.77 8.266 0.009 0.005 -0.005
Si 6.802 -4.067 8.246 -0.006 0 0.004
Si 9.54 -1.349 8.283 0.006 0.009 0.001
Si 12.251 1.372 8.323 0 0.015 0
Si 14.968 4.091 8.335 -0.003 -0.001 0.004
Si 12.244 6.819 8.307 -0.001 0.001 -0.008
Si 14.96 -6.781 8.314 0.008 0.005 -0.007
Si 12.234 -4.055 8.293 0.009 0.009 0
Si 14.956 -1.337 8.322 0.004 -0.012 -0.005
Si 17.672 1.365 8.318 -0.005 -0.006 -0.005
Si 20.398 4.082 8.316 0.01 0.009 -0.009
Si 17.683 6.809 8.329 0 -0.013 -0.004
Si 20.411 -6.792 8.321 0.006 0.003 -0.005
Si 17.672 -4.06 8.335 -0.005 -0.005 -0.006
Si 20.401 -1.359 8.303 0.006 0.013 -0.008
Si 23.112 1.357 8.288 -0.001 0.002 -0.001
Si 25.824 4.082 8.257 0.007 0.002 -0.003
Si 23.112 6.801 8.31 0.005 0 0.001
Si 25.818 -6.806 8.26 0.007 -0.001 0.001
Si 23.11 -4.093 8.282 -0.003 -0.008 0
Si 25.811 -1.361 8.254 -0.004 -0.024 -0.007
Si 28.53 1.373 8.228 0.004 -0.001 -0.004
Si 31.23 4.066 8.183 -0.005 -0.008 -0.01
Si 28.52 6.788 8.22 -0.001 -0.007 0
Si 31.236 9.505 8.205 -0.004 -0.002 -0.004
Si 28.521 -4.073 8.241 0.003 -0.004 -0.001
Si 31.249 -1.365 8.212 0.005 0.001 -0.005
Si 33.964 1.361 8.181 0.007 -0.005 -0.001
Si -28.584 4.091 8.148 0.015 -0.003 -0.006
Si 33.957 6.801 8.171 0.004 -0.003 -0.004
Si -28.584 -6.809 8.142 -0.007 -0.006 -0.002
Si 33.975 -4.086 8.189 -0.002 0.008 0.001
Si -28.583 -1.375 8.155 -0.007 -0.005 0.003
Si -25.842 1.342 8.135 -0.016 0.003 -0.002
Si -23.123 4.07 8.107 0.001 -0.007 0.004
Si -25.846 6.791 8.101 0 0.004 -0.006
Si -23.119 9.491 8.065 0.006 0.004 0
Si -25.859 -4.095 8.104 0.001 0 -0.004
Si -23.122 -1.374 8.084 -0.003 0.007 -0.003
Si -20.409 1.36 8.051 -0.005 0.006 -0.003
Si -17.695 4.088 8.029 0 -0.007 0.003
Si -20.401 6.782 8.063 -0.01 -0.006 0
Si -17.681 -6.815 8.032 -0.007 -0.004 0.003
Si -20.403 -4.099 8.03 0.006 -0.004 -0.006
Si -17.672 -1.374 8.025 -0.001 0.002 -0.002
Si -14.964 1.374 8.006 -0.009 -0.012 0
Si -12.243 4.104 7.988 -0.001 -0.004 -0.005
Si -14.956 6.81 8.003 0.007 0.001 0.003
Si -12.227 -6.799 8.005 -0.008 0 0.002
Si -14.948 -4.087 8.027 0.001 0 0.001
Si -12.223 -1.349 8.021 0.001 0.005 0.002
Si -9.505 1.379 8.001 0.004 -0.001 -0.003
Si -6.78 4.088 8.008 -0.015 0 -0.007
Si -9.504 6.815 7.99 0.002 -0.008 -0.007
Si -6.783 -6.786 8.007 0.001 0.004 -0.004
Si -9.49 -4.073 8.003 -0.008 0.002 -0.006
Si -6.774 -1.351 8 0 0.001 -0.007
Si -4.059 1.364 8.028 0.003 0.01 -0.008
Si -1.361 4.087 8.071 0.002 0.003 -0.001
Si -4.063 6.808 8.026 -0.008 0.006 -0.004
Si -1.344 -6.796 8.05 -0.003 0.005 -0.01
Si -4.045 -4.082 8.029 -0.005 0.01 -0.001
Si -1.324 -1.363 8.057 0.001 0.013 -0.006
Si 0.015 -0.01 9.455 0.006 -0.003 0.002
Si 2.721 2.707 9.508 -0.007 -0.002 0.001
Si -0.007 5.431 9.461 -0.008 -0.001 0.001
Si 2.71 -8.159 9.517 -0.009 0.003 -0.001
Si 0.006 -5.448 9.445 0.013 -0.003 -0.003
Si 2.73 -2.725 9.507 0.012 0.003 0.001
Si 5.435 -0.001 9.567 -0.004 0 0
Si 8.151 2.728 9.622 0.006 -0.008 0
Si 5.429 5.447 9.563 -0.008 0.001 -0.003
Si 8.153 -8.138 9.609 -0.007 -0.003 -0.002
Si 5.431 -5.434 9.572 0.003 -0.003 -0.003
Si 8.153 -2.703 9.613 -0.01 -0.005 -0.007
Si 10.879 0.014 9.657 0.015 -0.011 -0.001
Si 13.598 2.74 9.683 0.005 -0.003 0.003
Si 10.876 5.461 9.653 -0.001 -0.002 0
Si 13.592 -8.133 9.671 0.001 -0.011 0
Si 10.869 -5.414 9.643 -0.011 0.001 -0.001
Si 13.589 -2.698 9.662 -0.006 0.003 0.004
Si 16.315 0.019 9.685 -0.012 0.008 -0.001
Si 19.029 2.733 9.672 -0.005 0.005 -0.006
Si 16.321 5.461 9.686 0.004 0.002 -0.001
Si 19.039 -8.14 9.676 -0.007 0.003 -0.002
Si 16.308 -5.418 9.681 0 0.007 0.004
Si 19.037 -2.696 9.68 -0.004 -0.004 -0.002
Si 21.752 0.008 9.657 0.009 -0.011 -0.001
Si 24.466 2.732 9.629 -0.007 0.009 0
Si 21.75 5.45 9.668 -0.004 -0.001 0.003
Si 24.47 -8.148 9.65 -0.002 0.001 0.003
Si 21.761 -5.427 9.672 0.002 -0.004 0.002
Si 24.461 -2.718 9.628 0 0.005 0.002
Si 27.182 0.003 9.593 0.001 0.016 -0.001
Si 29.897 2.72 9.583 0.007 0 0.001
Si 27.178 5.445 9.61 0.003 -0.007 -0.001
Si 29.887 8.148 9.573 0.005 0.002 -0.003
Si 27.174 -5.439 9.608 -0.007 0.006 0.002
Si 29.899 -2.721 9.584 0.003 0.002 -0.003
Si 32.623 -0.008 9.556 0.005 0 -0.002
Si -29.932 2.716 9.515 -0.013 0.004 -0.001
Si 32.609 5.426 9.528 0.005 0 -0.006
Si -29.94 -8.164 9.512 -0.005 0.009 0.002
Si 32.618 -5.452 9.545 0.01 0 -0.003
Si -29.928 -2.734 9.533 0.005 -0.006 0.004
Si -27.204 -0.016 9.496 0.012 -0.001 0.002
Si -24.474 2.709 9.478 0.008 0.003 0.001
Si -27.197 5.44 9.487 -0.01 0.002 0
Si -24.475 8.146 9.453 -0.003 -0.009 -0.003
Si -27.205 -5.453 9.484 -0.007 -0.001 0.002
Si -24.481 -2.734 9.448 0.001 0.016 0.003
Si -21.751 -0.011 9.426 0.006 -0.001 0.001
Si -19.043 2.719 9.402 -0.002 -0.007 -0.001
Si -21.752 5.431 9.449 0.006 -0.009 0.006
Si -19.035 -8.17 9.408 0.001 -0.006 -0.001
Si -21.751 -5.46 9.41 -0.003 0 0.001
Si -19.037 -2.735 9.385 -0.004 0.01 0.001
Si -16.314 -0.002 9.373 0 -0.003 0.004
Si -13.592 2.732 9.357 0.007 0.012 0
Si -16.312 5.444 9.372 -0.003 0.014 0
Si -13.596 -8.154 9.364 0.004 0.004 0
Si -16.316 -5.448 9.383 0.003 0.005 0
Si -13.589 -2.72 9.374 0 0.002 0.001
Si -10.863 0.014 9.369 0.001 -0.002 0.001
Si -8.143 2.727 9.363 0.009 -0.003 0
Si -10.871 5.452 9.346 0.002 0.001 -0.003
Si -8.146 -8.155 9.359 -0.007 0.009 -0.001
Si -10.861 -5.437 9.354 0.011 0 -0.002
Si -8.136 -2.714 9.365 -0.007 -0.004 -0.001
Si -5.419 -0.004 9.377 0.001 0 0.001
Si -2.714 2.717 9.415 0.002 -0.001 0.003
Si -5.425 5.444 9.377 -0.002 -0.01 0.004
Si -2.709 -8.158 9.405 0.001 -0.008 -0.003
Si -5.42 -5.438 9.379 -0.003 0.006 -0.002
Si -2.689 -2.729 9.406 0.003 -0.019 0.003
Si 1.365 -1.356 10.847 -0.002 -0.004 -0.001
Si 4.066 1.366 10.909 0 0.005 0.002
Si 1.348 4.075 10.842 0.008 0.002 0.001
Si 4.057 -9.511 10.902 -0.005 0.011 0.004
Si 1.347 -6.789 10.848 0.002 -0.005 0.004
Si 4.07 -4.065 10.909 -0.003 -0.002 0.011
Si 6.787 -1.341 10.956 0.006 -0.001 0.005
Si 9.507 1.381 10.994 -0.001 0.006 0.001
Si 6.778 4.101 10.953 -0.001 0.007 -0.004
Si 9.507 -9.487 10.988 0.005 0.003 -0.004
Si 6.78 -6.78 10.951 -0.005 0.003 0.005
Si 9.5 -4.053 10.989 0.002 0.011 0.003
Si 12.234 -1.335 11.019 -0.001 0.005 0.004
Si 14.958 1.386 11.038 0.006 0.006 0.007
Si 12.231 4.109 11.024 0.011 -0.002 0
Si 14.955 -9.489 11.03 0.009 -0.009 0
Si 12.223 -6.764 11.018 0.005 0.003 0.002
Si 14.946 -4.049 11.03 -0.001 -0.003 -0.002
Si 17.681 -1.333 11.045 0.005 -0.005 -0.003
Si 20.394 1.374 11.022 -0.002 0.004 -0.007
Si 17.682 4.105 11.037 -0.006 0.001 -0.002
Si 20.398 -9.498 11.029 0.001 -0.009 -0.004
Si 17.677 -6.772 11.03 0.001 -0.003 -0.006
Si 20.398 -4.061 11.028 -0.001 -0.005 -0.004
Si 23.108 -1.359 11 -0.009 0 -0.002
Si 25.828 1.359 10.964 -0.005 -0.013 -0.009
Si 23.114 4.088 11.007 0.004 0.004 -0.003
Si 25.831 -9.518 10.991 0.009 -0.006 0
Si 23.119 -6.786 11.023 -0.001 0.001 0.003
Si 25.82 -4.082 10.978 0.003 -0.005 -0.001
Si 28.545 -1.36 10.947 0.006 -0.01 -0.002
Si 31.264 1.347 10.921 0.001 -0.004 0
Si 28.545 4.082 10.951 -0.002 0.005 0.001
Si 31.266 6.785 10.907 0.005 -0.009 -0.005
Si 28.541 9.511 10.947 0.007 0 -0.003
Si 31.269 -4.093 10.919 -0.001 -0.004 -0.005
Si 33.996 -1.377 10.9 0.001 0.004 0.001
Si -28.56 1.346 10.861 -0.003 0 -0.001
Si -31.297 4.066 10.876 -0.002 -0.003 -0.009
Si -28.559 -9.525 10.851 -0.003 0 0
Si -31.282 -6.807 10.888 0.002 -0.003 0.002
Si -28.554 -4.104 10.87 0 0.005 0.008
Si -25.829 -1.383 10.832 -0.014 -0.003 0.001
Si -23.099 1.339 10.811 -0.002 -0.005 0.001
Si -25.831 4.074 10.841 -0.004 -0.009 -0.003
Si -23.113 6.789 10.816 -0.002 0.003 -0.001
Si -25.829 9.504 10.826 0.006 0.003 -0.002
Si -23.103 -4.101 10.785 0.001 -0.002 -0.004
Si -20.384 -1.382 10.765 -0.003 0.002 0
Si -17.68 1.345 10.743 -0.011 0.004 0.003
Si -20.387 4.063 10.795 0 0.006 0.008
Si -17.664 -9.529 10.753 0.007 -0.001 0.004
Si -20.39 -6.812 10.781 0.001 -0.001 0.004
Si -17.679 -4.094 10.749 -0.005 0.006 0
Si -14.959 -1.368 10.734 0.001 0.002 0.003
Si -12.235 1.37 10.724 0.001 -0.007 0.002
Si -14.949 4.08 10.729 -0.003 -0.023 0.003
Si -12.233 -9.518 10.712 -0.002 0.001 -0.002
Si -14.954 -6.807 10.738 -0.004 -0.008 0.008
Si -12.23 -4.09 10.72 0.005 -0.001 0.003
Si -9.51 -1.363 10.721 0.001 0.013 -0.001
Si -6.786 1.36 10.721 -0.01 -0.001 -0.001
Si -9.517 4.084 10.708 0.002 -0.003 -0.007
Si -6.789 -9.517 10.728 -0.005 -0.005 -0.001
Si -9.512 -6.804 10.715 -0.002 0.006 -0.003
Si -6.786 -4.081 10.732 0 0.002 0.002
Si -4.062 -1.366 10.749 0.005 0.008 0
Si -1.352 1.363 10.789 0.002 0.006 -0.005
Si -4.077 4.085 10.754 -0.005 0.002 0.001
Si -1.37 6.803 10.795 0.006 0.004 0.003
Si -4.074 -6.798 10.758 -0.017 0.01 0.004
Si -1.35 -4.085 10.798 0.007 0.007 -0.001
Si 2.699 -0.003 12.251 0 -0.007 0.002
Si 5.41 2.731 12.294 -0.003 -0.004 0.002
Si 2.691 5.431 12.232 -0.013 -0.009 0
Si 5.4 -8.142 12.281 0.005 -0.013 -0.003
Si 2.695 -5.435 12.234 0.001 -0.001 0.001
Si 5.418 -2.707 12.296 0.005 0.004 -0.008
Si 8.137 0.019 12.333 -0.001 0.001 -0.005
Si 10.856 2.746 12.361 -0.006 -0.008 0
Si 8.129 5.471 12.323 0.001 0.001 -0.002
Si 10.849 -8.121 12.368 -0.008 -0.011 0.004
Si 8.124 -5.414 12.327 -0.007 -0.012 -0.005
Si 10.852 -2.686 12.354 0.002 -0.003 -0.005
Si 13.587 0.029 12.382 -0.001 -0.007 0.002
Si 16.316 2.755 12.391 0.001 0.001 -0.002
Si 13.589 5.475 12.382 -0.004 0.009 0.001
Si 16.308 -8.118 12.387 0.004 0.002 -0.003
Si 13.575 -5.396 12.385 -0.001 0.005 0.003
Si 16.308 -2.69 12.392 -0.007 -0.004 0
Si 19.041 0.033 12.405 -0.001 0.008 0.001
Si 21.751 2.742 12.374 -0.001 0.003 -0.001
Si 19.036 5.476 12.391 0 0.002 0.001
Si 21.752 -8.133 12.386 -0.001 0 0.002
Si 19.033 -5.41 12.39 -0.005 0.004 -0.004
Si 21.754 -2.696 12.383 -0.003 0.005 0.003
Si 24.473 0.009 12.336 -0.002 -0.001 -0.004
Si 27.187 2.72 12.311 0.003 0.002 0.003
Si 24.467 5.453 12.36 -0.01 -0.007 0.003
Si 27.194 -8.152 12.335 0.004 0.003 0.003
Si 24.475 -5.42 12.375 -0.001 0.001 0.004
Si 27.188 -2.719 12.312 -0.005 0.003 0.001
Si 29.917 -0.013 12.298 0.001 0.011 0.004
Si 32.637 2.709 12.255 0.007 -0.001 -0.003
Si 29.915 5.443 12.292 0.011 0.004 0.002
Si 32.642 8.147 12.242 0.005 0.003 -0.004
Si 29.912 10.872 12.288 0.006 -0.002 0.001
Si 32.649 -2.748 12.27 -0.002 -0.003 0.002
Si 35.373 -0.018 12.24 0 -0.002 0.002
Si -27.182 2.705 12.203 0.001 0.008 0.005
Si -29.916 5.426 12.207 -0.013 -0.005 -0.006
Si -27.187 -8.169 12.203 -0.005 0 0
Si -29.904 -5.464 12.246 -0.002 0.001 0
Si -27.175 -2.742 12.207 0.008 0.001 0
Si -24.45 -0.028 12.175 0.006 0.003 -0.001
Si -21.737 2.698 12.169 0.002 -0.007 0.001
Si -24.464 5.433 12.2 0.002 0.001 -0.003
Si -21.745 8.155 12.161 -0.006 -0.006 0.004
Si -24.457 10.871 12.165 0.007 0.003 -0.002
Si -21.725 -2.752 12.138 0 0.016 -0.002
Si -19.027 -0.021 12.121 0.003 -0.012 0.001
Si -16.309 2.708 12.083 0.001 -0.005 -0.004
Si -19.007 5.427 12.128 0.006 0.006 -0.001
Si -16.308 -8.166 12.108 -0.007 -0.009 -0.003
Si -19.023 -5.451 12.136 -0.002 0.004 0.005
Si -16.319 -2.731 12.104 -0.005 0 -0.006
Si -13.595 -0.005 12.079 -0.003 -0.003 0.007
Si -10.87 2.73 12.08 0.012 0.012 0.002
Si -13.584 5.447 12.083 0.019 0.024 0.004
Si -10.882 -8.157 12.072 0.004 0.001 -0.005
Si -13.589 -5.448 12.09 -0.005 0.009 0.005
Si -10.874 -2.733 12.077 0 -0.002 0.003
Si -8.148 -0.002 12.071 0.007 0.001 -0.008
Si -5.435 2.715 12.093 -0.005 -0.004 0.005
Si -8.159 5.438 12.07 -0.005 -0.009 -0.004
Si -5.433 -8.171 12.107 0.004 0.002 0.005
Si -8.147 -5.461 12.077 -0.016 -0.002 -0.003
Si -5.428 -2.73 12.1 -0.005 -0.012 0.004
Si -2.709 -0.011 12.125 0.006 0.004 -0.002
Si -0.013 2.709 12.191 -0.008 -0.009 0
Si -2.733 5.437 12.14 -0.003 -0.002 0.003
Si -0.016 8.151 12.176 0.002 0.002 -0.008
Si -2.721 -5.449 12.142 0.013 0 0.007
Si 0.005 -2.733 12.18 0.013 0.004 -0.003
Si 1.323 1.355 13.594 0.003 0.017 0.007
Si 4.035 4.094 13.635 0.001 0.009 0.008
Si 1.322 6.797 13.566 -0.002 0.009 0
Si 4.036 -6.776 13.629 -0.009 0.01 0.002
Si 1.34 -4.079 13.586 0.003 0.005 0.001
Si 4.05 -1.35 13.644 0.006 -0.005 0.009
Si 6.767 1.381 13.672 0.009 0.005 0.004
Si 9.483 4.118 13.694 0 0.005 0.003
Si 6.756 -9.478 13.659 -0.01 0.011 0.003
Si 9.471 -6.753 13.713 -0.002 0.013 0.01
Si 6.767 -4.053 13.684 0.01 0.002 0.01
Si 9.496 -1.325 13.711 0.005 -0.008 -0.002
Si 12.215 1.389 13.726 0.007 0.009 0.005
Si 14.95 4.116 13.743 0.018 -0.008 -0.003
Si 12.224 -9.472 13.723 0.013 -0.009 0.005
Si 14.948 -6.746 13.74 0.003 -0.008 0.003
Si 12.203 -4.026 13.729 -0.015 0.012 0.001
Si 14.948 -1.321 13.746 0.004 0.006 0.006
Si 17.68 1.411 13.755 -0.007 0.009 -0.001
Si 20.404 4.121 13.739 0 -0.002 0.004
Si 17.677 -9.467 13.741 0 -0.006 -0.001
Si 20.393 -6.765 13.748 -0.006 -0.002 -0.004
Si 17.674 -4.044 13.749 0.007 -0.008 0.001
Si 20.41 -1.329 13.758 0.006 -0.01 0.005
Si 23.12 1.369 13.704 0.003 -0.013 -0.004
Si 25.829 4.071 13.687 0.001 0 -0.002
Si 23.116 -9.497 13.731 -0.004 -0.003 0.001
Si 25.842 -6.794 13.713 0.008 -0.002 0.002
Si 23.114 -4.052 13.739 -0.006 0.007 0.001
Si 25.829 -1.363 13.677 -0.002 0.003 -0.008
Si 28.548 1.35 13.651 -0.001 -0.01 0.002
Si 31.28 4.066 13.622 -0.001 -0.002 0.001
Si 28.572 -9.514 13.671 0.004 -0.007 0.003
Si 31.29 9.499 13.613 0 -0.004 0.004
Si 28.548 -4.093 13.653 0.002 -0.003 -0.004
Si 31.289 -1.393 13.633 0 -0.009 -0.001
Si 34.008 1.343 13.597 -0.012 0.004 -0.004
Si -28.548 4.069 13.557 -0.008 0 0.003
Si 34.018 6.785 13.576 0.003 -0.005 0
Si -28.528 -6.823 13.597 0.001 -0.012 0.012
Si 34.018 -4.119 13.621 0.011 0.001 0.006
Si 36.747 -1.395 13.578 -0.001 0.001 0.003
Si -25.805 1.333 13.539 0.004 -0.011 0.006
Si -23.094 4.057 13.54 0.001 0 0.002
Si -25.826 -9.521 13.566 -0.011 0.003 0.001
Si -23.094 9.528 13.531 -0.011 0.011 0.004
Si -25.804 -4.104 13.553 0 0.01 0.001
Si -23.079 -1.408 13.508 0.008 -0.011 -0.004
Si -20.37 1.324 13.512 -0.003 0.007 0.004
Si -17.635 4.064 13.473 0.001 -0.013 0.003
Si -20.364 6.784 13.491 0.006 -0.004 0.004
Si -17.657 -6.813 13.487 0.005 -0.004 0.003
Si -20.368 -4.098 13.523 -0.006 -0.004 0.004
Si -17.678 -1.385 13.486 -0.006 0.009 0.008
Si -14.97 1.334 13.442 -0.006 0.015 0.003
Si -12.222 4.094 13.445 -0.007 -0.022 0.011
Si -14.941 -9.522 13.458 -0.013 0.006 -0.001
Si -12.244 -6.82 13.452 0.013 -0.009 0.012
Si -14.955 -4.097 13.451 -0.009 0.008 0.002
Si -12.243 -1.376 13.433 0.001 -0.002 0.01
Si -9.502 1.361 13.424 0.002 -0.015 -0.002
Si -6.802 4.079 13.432 -0.003 0.007 0.001
Si -9.524 -9.523 13.417 -0.008 0.005 -0.005
Si -6.804 -6.823 13.458 -0.002 0.011 0.003
Si -9.523 -4.117 13.422 0.014 -0.004 -0.005
Si -6.798 -1.363 13.434 -0.011 0.022 -0.005
Si -4.074 1.358 13.456 0 -0.004 -0.001
Si -1.383 4.084 13.52 0 0.008 -0.001
Si -4.086 6.799 13.497 -0.011 -0.003 0.004
Si -1.379 9.504 13.522 0.019 -0.018 0.006
Si -4.086 -4.086 13.487 -0.013 0.015 0.017
Si -1.36 -1.365 13.509 0.003 -0.01 -0.009
Si -0.037 -0.033 14.934 0 -0.022 0.007
Si 2.662 2.722 14.977 -0.014 -0.012 0.003
Si -0.052 5.442 14.914 0.006 -0.005 0.009
Si 2.663 8.157 14.945 0.002 -0.014 -0.004
Si -0.036 -5.463 14.9 -0.008 0.007 -0.005
Si 2.692 -2.735 14.985 -0.008 -0.009 -0.001
Si 5.403 0.013 15.019 0.005 -0.006 -0.006
Si 8.12 2.748 15.04 -0.005 -0.002 -0.002
Si 5.392 5.475 14.995 0.005 0.005 -0.003
Si 8.07 -8.096 15.053 -0.012 -0.014 0.004
Si 5.375 -5.406 15.02 -0.005 -0.013 0.006
Si 8.132 -2.691 15.054 -0.003 0.004 0.002
Si 10.855 0.031 15.087 -0.012 -0.011 -0.001
Si 13.57 2.755 15.083 -0.002 -0.007 0.001
Si 10.842 5.485 15.05 0 0.005 0
Si 13.572 -8.094 15.088 0 -0.002 0.004
Si 10.821 -5.371 15.074 0.006 0.011 0.004
Si 13.56 -2.662 15.095 -0.001 -0.012 -0.004
Si 16.303 0.055 15.098 0.01 -0.001 0.001
Si 19.048 2.778 15.109 -0.008 -0.002 0.006
Si 16.312 5.497 15.084 -0.015 -0.005 0.008
Si 19.024 -8.105 15.118 -0.005 0.005 0.011
Si 16.308 -5.391 15.113 -0.005 0.009 -0.002
Si 19.03 -2.678 15.108 -0.008 0.004 0.002
Si 21.799 0.024 15.106 -0.001 0.012 0.009
Si 24.467 2.722 15.065 -0.005 0.004 0.004
Si 21.752 5.487 15.107 0.002 0.007 0.003
Si 24.479 -8.14 15.086 -0.006 0.005 0.002
Si 21.748 -5.397 15.103 -0.001 -0.009 0.007
Si 24.487 -2.691 15.084 0.002 0.003 0.011
Si 27.185 -0.004 15.016 0.001 0.004 0.001
Si 29.918 2.708 14.986 -0.005 0.012 0.008
Si 27.203 5.437 15.01 0.005 -0.006 0.001
Si 29.941 -8.141 15.015 0.01 0 0.006
Si 27.205 -5.429 15.059 -0.011 0.003 0.007
Si 29.92 -2.75 14.996 0.007 0.004 0.006
Si 32.668 -0.033 14.966 0.015 0.002 0.003
Si 35.387 2.707 14.925 -0.003 0.002 0.007
Si 32.654 5.442 14.939 0.005 -0.004 0.002
Si 35.396 8.11 14.946 -0.006 0.004 0.002
Si 32.664 10.82 14.98 0.005 -0.01 0.001
Si 35.408 -2.768 14.958 -0.002 0.005 -0.003
Si 38.138 -0.039 14.908 -0.001 -0.009 -0.001
Si -24.454 2.691 14.907 -0.001 0.003 0.013
Si -27.2 5.434 14.921 0.007 0.008 0.004
Si -24.464 -8.128 14.898 0.016 0.004 -0.002
Si -27.153 -5.449 14.939 0.011 0.006 0.008
Si -24.41 -2.765 14.899 0.002 0 0.007
Si -21.723 -0.062 14.869 -0.002 0 0.002
Si -18.97 2.685 14.834 0.008 -0.004 0.01
Si -21.695 5.414 14.864 -0.002 -0.001 0.006
Si -19.016 8.15 14.854 0.003 0.004 -0.001
Si -21.728 10.877 14.906 -0.007 0.011 0.01
Si -18.998 -2.751 14.893 0.008 0.01 0.005
Si -16.313 -0.03 14.835 0 -0.008 0.006
Si -13.614 2.723 14.757 0.013 0.001 -0.004
Si -16.276 5.432 14.829 0.004 0.003 0.001
Si -13.605 -8.164 14.839 -0.016 -0.017 0.005
Si -16.28 -5.464 14.843 -0.005 -0.003 0.002
Si -13.608 -2.732 14.806 -0.003 0.003 0.002
Si -10.866 -0.008 14.759 0.006 0.003 0.008
Si -8.146 2.718 14.792 0.003 0.003 0.004
Si -10.865 5.469 14.81 0.02 0.013 0.012
Si -8.173 -8.199 14.801 0 -0.008 0.004
Si -10.876 -5.472 14.801 0.006 0.015 0.009
Si -8.156 -2.758 14.751 -0.017 -0.003 -0.006
Si -5.435 -0.004 14.792 -0.008 -0.01 0.008
Si -2.746 2.712 14.852 -0.002 0 0.011
Si -5.467 5.428 14.819 0.007 0.008 -0.002
Si -2.719 8.133 14.887 0.003 0.006 0.008
Si -5.437 -5.482 14.824 0.001 -0.014 0.002
Si -2.731 -2.711 14.848 0.024 0.007 0.005
O 1.103 -6.764 23.444 -0.511 -0.244 0.497
O 1.551 -1.076 22.766 0.295 0.554 0.099
O 1.369 -0.763 25.366 0.575 0.553 0.03
O 5.365 2.857 22.015 -0.157 0.095 -0.081
O -2.816 -0.016 22.081 0.063 -0.288 0.356
O 1.518 2.036 24.538 -0.109 -0.19 0.542
O 7.541 -7.748 -6.252 0.23 0.052 -0.034
O 0.323 3.648 22.84 -0.038 0.304 -0.064
O 1.134 8.146 -6.599 -0.405 0.112 -0.301
O 1.368 -6.881 -1.509 -0.406 0.343 -0.172
O 4.025 1.374 -5.157 0.579 -0.316 -0.013
O 6.286 -1.288 23.235 -0.019 0.388 0.556
O 11.541 3.981 22.998 -0.111 0.221 0.182
O 12.802 4.854 25.539 0.014 0.181 -0.35
O 12.66 -7.272 -0.928 0.507 -0.204 -0.146
O 3.446 -7.22 24.576 -0.027 -0.313 -0.344
O 8.851 6.442 23.105 0.215 0.441 0.147
O 13.737 -6.248 25.331 0.13 0.059 -0.003
O 7.265 -6.342 23.175 -0.138 -0.095 0.442
O 9.138 -4.452 23.19 0.302 0.094 0.29
O 12.618 -3.246 -5.514 -0.222 0.161 0.11
O 15.225 6.267 -6.05 -0.042 0.032 0.226
O 17.95 4.689 23.138 0.263 -0.193 0.199
O 12.69 6.946 -5.487 -0.594 -0.056 -0.367
O 13.506 5.59 22.276 0.052 -0.3 0.195
O 15.182 7.572 22.951 -0.154 0.068 0.211
O 22.064 -5.139 -7.089 -0.356 0.2 -0.117
O 10.665 8.124 22.206 0.158 -0.058 0.182
O 15.136 -6.629 -5.622 -0.324 -0.442 0.401
O 16.262 -3.741 22.917 0.384 -0.423 -0.058
O 20.654 2.101 23.114 0.426 0.49 -0.207
O 19.375 3.264 -5.694 0.455 -0.09 -0.136
O 21.849 5.755 25.12 0.198 0.418 0.335
O 20.312 6.477 23.124 -0.43 -0.522 -0.077
O 21.844 -8.082 22.139 -0.005 -0.111 0.512
O 19.005 -5.254 22.297 0.089 0.035 0.296
O 20.541 -3.245 23.159 0.055 0.182 0.46
O 21.481 3.186 25.351 -0.004 -0.111 0.556
O 21.149 -1.81 25.36 0.251 -0.217 0.451
O 24.545 -0.001 22.331 0.103 0.07 0.499
O 30.192 1.489 -6.157 -0.118 0.422 -0.035
O 28.243 3.477 23.059 0.344 -0.056 0.447
O 28.316 -7.233 23.137 0.149 0.077 0.347
O 23.685 -6.757 23.283 -0.367 -0.388 0.317
O 28.585 6.175 -6.386 -0.075 -0.314 -0.132
O 25.402 -4.854 23.183 -0.458 -0.062 0.184
O 22.582 -3.863 24.606 0.221 -0.16 -0.345
O 28.176 -3.961 24.581 -0.108 -0.488 -0.363
O 30.329 0.237 22.264 0.082 -0.168 0.367
O -31.817 -2.121 22.421 -0.319 -0.203 0.299
O 31.733 6.892 23.106 0.185 0.661 -0.052
O -28.454 5.905 22.94 -0.419 -0.145 -0.099
O -32.46 5.016 -3.332 -0.292 -0.106 -0.534
O 29.04 -2.675 -6.007 0.392 0.379 0.18
O 29.942 -5.485 22.1 -0.219 0.078 0.078
O 31.539 -3.761 23.099 -0.279 -0.33 0.345
O -29.96 -0.305 21.802 0.113 -0.141 0.228
O -28.847 1.316 23.287 0.212 0.172 0.23
O -29.228 1.213 25.857 0.194 0.226 0.214
O 31.943 7.739 25.582 0.586 0.621 -0.27
O -31.669 -6.738 23.265 -0.236 -0.546 0.337
O -29.804 -5.529 22.005 -0.011 -0.134 0.069
O -28.572 -1.059 24.415 -0.114 -0.088 0.039
O -20.837 2.166 -7.067 -0.317 0.305 -0.342
O -15.998 -0.036 -4.725 0.321 -0.025 0.384
O -20.075 4.62 22.849 -0.25 0.335 0.287
O -25.358 5.606 -5.432 -0.049 -0.379 0.101
O -26.099 3.678 22.74 -0.554 -0.43 -0.116
O -24.393 5.377 21.922 -0.016 0.225 0.136
O -23.619 -7.833 23.813 0.009 -0.074 -0.154
O -23.447 -3.102 24.938 0.252 0.304 -0.438
O -21.762 -2.844 22.083 0.069 -0.224 0.24
O -22.597 -2.393 -5.594 -0.162 -0.771 -0.205
O -16.167 -2.731 21.733 0.132 -0.222 -0.189
O -12.481 -7.329 -5.611 0.44 -0.237 -0.138
O -16.618 1.63 22.697 0.496 -0.21 0.315
O -17.558 3.991 22.814 -0.133 0.106 -0.576
O -18.188 6.462 23.03 -0.088 0.328 0.254
O -14.574 -7.043 23.232 0.441 -0.079 0.179
O -21.096 -7.537 23.094 -0.042 0.268 0.27
O -18.95 -6.269 22.609 0.171 -0.031 0.056
O -18.604 -3.758 -3.489 -0.296 0.527 -0.02
O -21.584 -4.919 25.038 -0.088 -0.251 -0.268
O -11.425 0.291 -5.083 0.207 0.243 0.268
O -15.128 -1.027 23.307 0.217 0.205 0.241
O -12.077 0.426 22.919 -0.178 -0.497 0.043
O -10.844 2.584 22.038 -0.171 0.156 0.48
O -14.984 3.666 23.082 0.527 -0.279 0.644
O -13.446 5.477 22.121 0.184 0.061 0.325
O -11.884 7.462 22.93 -0.247 0.171 -0.021
O -16.369 8.029 21.986 -0.136 0.052 0.278
O -14.825 -5.115 24.828 0.359 0.304 -0.097
O -10.796 -4.196 25.276 0.098 0.16 0.476
O -6.859 1.953 22.682 0.369 -0.003 0.244
O -3.924 4.162 23.822 -0.033 0.249 0.225
O 7.245 5.836 25.165 -0.168 0.033 0.109
O -8.766 3.897 22.786 -0.122 0.543 0.386
O -6.512 4.326 23.914 0.418 -0.021 0.117
O -5.835 8.128 21.734 -0.035 0.069 -0.163
O -19.807 -4.323 -5.816 0.317 -0.161 0.138
O -9.57 -7.625 22.733 0.339 -0.225 0.155
O -8.175 -5.492 21.98 0.326 0.159 0.593
O -6.779 -3.406 22.688 -0.478 0.136 0.411
O -2.454 5.753 22.369 0.122 0.077 0.018
O -4.803 -1.579 22.813 -0.318 -0.001 0.302
O -0.928 2.788 25.064 -0.499 -0.347 0.024
O 6.058 7.522 -3.139 0.033 0.351 0.29
O -2.896 -3.23 -3.166 -0.242 -0.213 -0.086
O -10.396 -2.382 21.865 -0.138 -0.078 0.558
O -0.41 7.798 22.262 0.014 0.019 0.385
O 3.899 6.447 -3.99 -0.004 0.038 -0.116
O 6.265 2.544 -5.337 0.092 0.362 -0.367
O -0.121 -2.774 21.823 0.218 0.067 -0.004
O 2.068 -5.133 25.383 0.047 0.094 0.429
O 11.682 -5.466 -2.6 0.414 0.14 0.061
O -13.804 0.229 -5.889 0.144 -0.712 0.13
O 11.865 -0.714 -3.843 -0.255 -0.206 -0.23
O -2.211 5.276 -7.045 -0.03 0.447 0.194
O -9.442 6.617 -5.927 -0.3 0.114 0.006
O -25.941 3.92 -1.674 0.095 0.429 -0.348
O -2.636 3.005 -3.608 -0.237 -0.376 -0.391
O 13.069 3.693 -5.624 -0.449 0.228 0.386
O 13.691 -2.854 -0.147 -0.004 -0.043 -0.431
O 9.693 1.541 -1.593 0.312 -0.347 -0.154
O 31.261 1.668 -1.342 0.399 0.4 -0.349
O 17.38 4.666 -6.386 0.079 -0.065 0.466
O 13.578 7.424 25.687 -0.542 -0.131 -0.626
O 16.685 1.572 25.862 0.205 -0.196 -0.296
O 1.949 3.679 -1.235 -0.304 -0.066 -0.297
O 28.885 4.299 -1.446 0.161 0.049 -0.233
O -26 -4.456 -1.644 0.13 -0.348 -0.039
O -2.116 -0.773 -2.895 -0.086 0.245 -0.036
O 16.921 -2.829 25.369 -0.284 -0.549 0.429
O 16.93 -6.679 23.066 0.006 0.271 0.608
O 17.633 7.133 -5.477 0.399 0.03 -0.259
O 19.112 -2.183 -3.112 0.235 0.283 0.132
O 21.389 -2.779 -4.31 -0.157 -0.29 -0.004
O 17.333 -6.414 -1.141 -0.019 -0.131 -0.198
O -6.875 4.202 -5.61 -0.188 0.101 -0.412
O 14.959 -4.098 -4.992 -0.058 0.09 -0.088
O -30.069 -7.926 -3.564 0.571 0.498 -0.214
O -32.524 -5.769 25.612 0.044 -0.077 0.024
O 26.255 3.721 24.763 0.027 0.25 -0.415
O -30.983 -0.036 24.429 -0.183 0.231 -0.328
O -18.186 0.023 -3.406 -0.016 -0.27 0.076
O 18.84 2.72 24.947 -0.435 -0.095 -0.542
O 21.761 -6.361 -0.524 -0.399 -0.065 0.03
O 32.413 2.341 22.17 0.014 -0.183 0.427
O -12.413 -1.028 -2.888 0.184 0.514 0.468
O 23.952 -3.009 -3.422 0.682 -0.129 -0.153
O 20.976 0.212 -5.453 -0.268 -0.058 0.45
O 23.423 -3.182 -5.932 0.378 0.043 0.023
O -32.416 -0.205 -0.382 -0.051 0.103 -0.302
O 29.906 5.309 22.166 0.273 -0.087 0.475
O -17.703 -1.354 23.956 -0.129 -0.433 -0.292
O 29.692 -1.913 -1.229 0.285 -0.234 0.101
O -25.139 -3.347 -6.136 0.211 -0.213 -0.496
O 19.023 8.119 -0.258 0.12 0.001 -0.485
O 30.149 5.936 25.03 -0.089 -0.232 -0.324
O -4.315 -1.443 -1.662 -0.744 0.417 -0.176
O -16.213 -4.87 -3.645 0.3 0.114 -0.594
O 30.086 0.032 -3.033 0.01 0.087 -0.467
O -11.999 -2.381 -5.061 0.289 -0.114 -0.464
O 32.074 0.215 25.879 -0.322 0.623 -0.493
O -8.363 5.98 -3.562 -0.23 -0.393 0.109
O -30.794 2.536 -5.55 -0.098 0.175 -0.119
O -31.149 4.212 23.03 0.478 0.155 -0.119
O -31.07 3.1 25.369 -0.244 -0.367 0.006
O 29.727 2.718 -3.269 0.336 0.037 -0.588
O -32.307 8.127 -5.038 -0.144 -0.417 0.154
O -24.353 -7.447 -3.568 -0.199 0.161 -0.575
O -0.623 1.283 -3.357 0.435 0.046 -0.601
O 27.03 -3.023 22.39 0.103 0.152 -0.512
O -14.214 -3.463 -5.918 -0.577 -0.264 0.211
O -29.274 -1.772 -4.734 -0.157 -0.465 -0.136
O -24.974 -0.486 23.206 0.379 -0.314 0.165
O -17.847 -1.656 -5.448 0.172 -0.592 -0.211
O -14.463 -1.643 -1.299 -0.351 0.058 -0.231
O -10.849 -5.27 -0.611 -0.163 0.1 -0.553
O 2.883 -2.752 0.042 -0.029 -0.076 -0.059
O -29.804 4.747 -3.453 0.378 -0.046 0.235
O -26.128 -5.285 -4.812 0.075 -0.529 -0.005
O -27.909 -5.741 -2.991 -0.022 -0.511 -0.101
O 26.699 -1.575 -5.635 -0.291 -0.164 0.416
O -31.826 7.247 -2.063 -0.09 0.085 0.213
O -14.957 -6.363 -1.839 0.355 0.046 -0.179
O -23.762 1.713 22.856 -0.053 0.412 0.194
O 30.096 7.765 -0.817 -0.191 0.162 0.105
O -14.943 -7.575 25.881 0.231 -0.033 -0.161
O -20.716 6.752 -5.726 0.479 -0.392 -0.03
O -21.958 -0.252 -6.939 0.475 -0.166 0.044
O -20.591 7.735 -3.32 -0.433 -0.202 0.289
O -11.162 -6.744 24.493 -0.674 0.305 -0.244
O -22.311 6.533 22.841 0.3 -0.198 0.031
O 6.85 -4.351 -3.063 0.116 0.186 0.541
O -3.963 -4.857 -5.604 0.155 0.484 -0.023
O -22.313 -1.161 -3.271 -0.606 -0.009 -0.108
O -15.348 2.369 -5.667 -0.477 0.392 -0.38
O 26.821 7.056 -4.597 -0.769 0.186 -0.184
O 28.643 7.908 -3.045 -0.055 -0.322 0.069
O -15.811 -2.722 25.274 -0.376 -0.399 0.482
O 6.487 -3.446 -5.646 0.036 -0.217 -0.033
O -12.717 2.633 -5.634 0.488 0.603 0.102
O -4.341 -7.177 23.359 0.154 0.412 0.324
O -10 4.544 -1.526 0.241 0.046 -0.384
O -17.509 -4.28 23.169 0.086 0.428 0.513
O -30.439 0.477 -3.989 0.576 -0.015 0.63
O 10.198 3.972 -2.562 -0.422 -0.086 -0.369
O -0.275 3.849 -2.936 0.417 0.224 0.346
O -10.846 0.033 -0.496 -0.182 -0.082 -0.186
O -13.893 -3.129 -3.377 -0.694 -0.106 -0.118
O 10.876 -2.629 22.405 -0.014 0.011 0.443
O 1.696 -7.708 -4.058 -0.637 -0.418 0.182
O 11.839 -4.446 25.062 -0.132 0.212 -0.425
O 25.44 -3.485 -1.206 0.229 -0.026 -0.285
O 30.829 -6.866 -2.737 0.72 0.041 -0.429
O -28.867 4.24 -5.868 0.726 -0.229 -0.356
O -9.385 4.082 -5.012 -0.393 -0.177 -0.082
O -8.091 -7.482 -6.562 0.087 0.137 0.813
O -0.45 -0.686 -6.511 -0.429 0.134 0.289
O 8.232 -5.419 -5.783 -0.104 0.72 -0.494
O 4.872 7.092 25.843 -0.492 -0.182 -0.086
O -8.795 -5.875 25.528 0.211 0.418 -0.221
O -0.123 5.182 25.567 -0.248 0.221 -0.291
O 3.99 1.933 25.745 0.297 -0.032 -0.057
O 1.528 0.539 -5.246 -0.578 0.547 0.051
O -3.983 2.329 25.729 0.146 -0.075 0.233
O 7.511 -4.575 25.264 0.042 -0.234 0.512
O -28.645 1.185 -1.525 -0.314 0.299 -0.595
O -10.432 -6.763 -3.927 -0.272 -0.354 0.014
O -25.579 -7.906 25.54 0.079 -0.17 0.42
O -6.446 -5.694 -5.766 -0.293 0.255 -0.107
O -8.109 2.41 24.87 0.038 0.399 0.201
O -5.459 1.055 -3.776 0.134 0.56 0.196
O 2.58 -5.397 -3.249 -0.279 0.27 -0.089
O 6.284 2.551 -2.674 -0.05 -0.411 0.428
O 28.565 -5.144 -6.487 -0.164 -0.38 -0.337
O 20.44 5.366 -4.031 0.596 -0.114 -0.599
O 0.459 -1.126 -3.216 -0.018 -0.088 -0.478
O 31.736 5.727 -0.908 0.305 -0.424 -0.124
O -15.948 6.464 -3.777 0.396 -0.306 0.366
O -22.743 1.644 -5.297 -0.203 -0.413 0.249
O 12.752 -7.779 -3.466 0.264 0.183 -0.53
O -1.894 -4.24 23.127 -0.061 -0.277 0.039
O 15.999 -5.729 -3.28 -0.224 -0.406 -0.225
O 20.579 0.744 25.333 0.086 -0.063 -0.075
O 22.31 3.376 -1.5 0.2 0.411 -0.139
O 4.224 -2.902 22.853 -0.227 0.518 0.02
O 26.413 1.587 23.257 -0.073 -0.343 0.434
O 26.889 -5.372 -0.149 -0.155 -0.125 -0.315
O 28.649 1.348 -1.307 0.079 0.338 0.7
O 28.021 0.27 -6.956 0.235 -0.397 -0.386
O -22.612 0.248 -1.078 -0.18 -0.317 -0.177
O -24.536 -0.889 -6.686 -0.124 0.648 -0.033
O 17.338 -1.345 -1.275 -0.392 0.676 -0.446
O 18.676 6.978 -3.016 -0.238 -0.263 0.243
O 19.108 -2.421 -5.746 0.129 -0.091 -0.17
O 6.18 -1.908 -3.575 -0.281 0.172 -0.156
O -20.044 -6.993 -1.391 0.67 -0.167 -0.129
O 23.168 1.472 -5.75 -0.119 0.415 -0.359
O 17.302 -5.155 -5.544 -0.071 0.564 -0.229
O 17.531 -1.48 23.219 0.303 0.139 0.412
O 14.047 6.259 -3.378 -0.025 -0.592 -0.318
O 4.425 6.507 -1.358 0.325 -0.477 -0.232
O -18.639 0.17 22.004 -0.547 -0.404 -0.374
O 3.052 -5.216 22.857 0.195 -0.319 -0.142
O -25.57 -7.581 -1.232 0.244 -0.112 -0.061
O 11.174 -2.87 -2.528 -0.224 0.246 0.161
O 20.518 2.909 -3.451 0.057 -0.312 -0.264
O 18.381 -7.037 -4.151 -0.078 -0.143 0.438
O -20.325 -1.316 -4.866 -0.081 0.028 0.119
O -7.62 2.542 -3.659 -0.226 0.222 0.206
O 19.166 5.869 25.241 0.078 -0.253 0.291
O -6.702 7.126 -1.901 0.29 0.114 -0.325
O 31.033 6.887 -3.12 0.08 -0.416 -0.757
O 21.126 7.805 -3.43 -0.062 -0.017 0.099
O 23.458 -1.77 -1.148 0.206 0.299 -0.387
O 19.091 -2.647 -0.023 0.16 0.184 -0.001
O 19.76 -6.142 -6.217 -0.289 0.153 -0.496
O 16.286 2.792 22.317 0.113 -0.077 0.517
O -30.225 6.502 -5.356 -0.15 -0.303 -0.115
O 14.423 0.093 25.351 -0.045 -0.353 0.438
O -9.969 -1.374 -3.836 0.101 -0.074 -0.436
O 23.184 -0.866 -4.595 0.327 -0.139 -0.01
O 4.23 -4.292 -1.5 0.315 -0.369 -0.191
O 26.932 5.458 -0.364 -0.046 -0.249 -0.408
O 27.274 0.553 -3.373 -0.118 -0.544 -0.475
O -26.781 -1.342 -5.444 0.172 0.71 0.165
O -14.283 4.739 -4.994 0.661 0.114 0.321
O -21.163 -3.591 -3.745 -0.347 -0.227 0.148
O 19.453 -4.545 -4.215 0.203 0.016 0.088
O 21.794 -5.98 -3.126 -0.055 0.011 -0.309
O -18.258 1.602 -1.353 -0.193 0.288 -0.15
O 15.595 0.244 -3.616 0.044 -0.041 0.169
O -22.463 -7.582 -5.471 0.098 0.154 -0.098
O -24.288 2.939 -3.539 -0.166 0.162 -0.196
O -26.205 1.444 -2.622 0.13 -0.11 -0.489
O 25.157 2.796 -7.007 -0.029 -0.226 -0.239
O 11.459 6.171 -3.264 -0.214 -0.148 -0.327
O 23.051 -4.37 -1.439 0.157 -0.224 0.023
O 24.221 -7.158 -0.861 0.297 0.396 0.227
O 25.369 1.811 -4.592 -0.648 0.321 0.292
O 13.644 -2.517 -3.221 0.319 -0.315 0.37
O -2.731 -2.627 25.116 -0.565 -0.118 0.327
O -25.237 -1.987 -1.274 0.115 0.343 -0.367
O 9.336 4.258 24.484 -0.321 -0.058 0.326
O 27.391 -0.879 -0.99 -0.439 -0.324 -0.432
O 1.94 -0.789 -1.187 -0.303 0.52 -0.202
O 27.821 2.284 -5.389 -0.036 0.558 -0.14
O 0.012 -3.852 -6.847 -0.555 0.253 -0.083
O 8.527 7.133 -3.732 0.276 -0.262 -0.134
O 2.412 2.129 -3.277 -0.528 0.27 -0.288
O 6.201 -6.422 -4.306 -0.192 -0.268 -0.23
O -5.995 -0.299 -5.954 -0.531 -0.499 -0.051
O 16.159 5.215 -2.488 0.166 0.074 0.029
O 26.142 -7.55 -2.669 0.223 0.245 0.183
O 26.077 -7.078 24.494 0.096 0.029 0.1
O -27.776 6.093 -4.443 -0.08 -0.083 0.582
O -30.351 -2.322 -0.345 -0.153 -0.22 -0.63
O -7.766 -2.644 -3.568 0.383 0.141 -0.847
O 20.571 6.281 -1.375 0.644 -0.292 -0.15
O 2.789 7.963 -0.035 0.076 0.017 0.15
O -5.49 6.822 24.435 0.416 -0.372 0.223
O 27.11 3.138 -3.051 -0.394 0.289 0.449
O 31.646 -5.998 -5.713 -0.419 0.062 0.559
O 0.221 5.408 -0.366 -0.118 0.098 -0.333
O -0.82 -1.217 24.002 -0.402 0.228 -0.412
O -26.794 -0.103 -0.56 -0.367 0.505 0.356
O -8.373 -0.236 21.93 0.127 -0.026 0.241
O 29.317 -5.041 -3.818 0.253 0.238 -0.162
O -14.59 3.374 -1.098 -0.046 -0.132 -0.272
O -17.071 -4.143 -1.359 0.432 -0.238 -0.232
O 1.793 4.941 -3.995 0.041 -0.134 0.506
O -23.262 4.134 -5.691 0.571 -0.109 -0.321
O 12.669 1.1 -5.551 0.099 -0.139 -0.206
O -2.392 -5.767 -3.072 0.039 -0.061 0.105
O 12.621 -0.831 23.376 -0.371 0.303 0.382
O -18.357 7.162 -4.458 0.21 0.234 -0.459
O -7.824 -0.044 -3.252 -0.254 0.057 -0.05
O 9.461 -4.335 -1.403 -0.715 0.269 -0.035
O -6.498 1.315 -1.483 0.227 -0.387 0.084
O -22.118 -6.486 -3.049 -0.077 0.535 0.453
O -6.605 -7.205 24.875 -0.224 0.263 -0.43
O 30.626 -4.427 -1.523 -0.006 0.402 -0.466
O 31.033 -2.348 -3.485 0.356 -0.721 0.037
O -25.728 6.826 -3.099 -0.09 -0.394 0.094
O -2.582 8.004 -3.607 -0.034 -0.14 -0.309
O 10.449 -7.811 -2.307 -0.036 -0.605 0.446
O -19.779 -6.019 -3.85 0.171 -0.065 -0.382
O -4.771 5.331 -6.711 -0.207 0.176 -0.159
O -12.492 0.342 25.513 -0.136 0.18 -0.22
O -30.787 -0.516 -6.381 0.398 -0.026 -0.036
O -18.98 -2.811 -0.234 0.044 0.026 -0.378
O -3.708 0.984 -5.677 0.284 0.119 0.271
O 5.512 -2.899 25.205 -0.757 -0.095 0.323
O -11.226 -1.673 24.423 0.377 -0.124 -0.005
O 10.85 -5.112 -6.353 0.47 -0.503 -0.2
O 4.053 4.067 -5.203 0.113 0.166 -0.04
O -19.138 2.625 -3.607 0.213 0.101 -0.257
O -16.327 0.009 -0.488 0.215 0.026 -0.056
O -8.327 -5.231 -3.36 -0.117 0.152 -0.333
O -0.536 6.3 -3.827 0.262 0.449 -0.307
O 13.844 -4.631 23.209 0.007 0.341 -0.137
O -4.747 4.393 -4.201 -0.123 -0.407 -0.103
O -12.115 -3.838 23.079 -0.288 -0.574 0.122
O 17.954 3.841 -1.073 0.642 -0.343 -0.306
O 7.154 4.437 23.01 -0.166 0.185 0.115
O -20.193 3.801 -1.562 0.242 -0.15 -0.085
O -18.375 3.168 -6.617 -0.225 -0.109 0.354
O -28.7 -3.575 23.272 -0.086 -0.29 0.453
O 1.065 -5.766 -5.606 0.299 0.171 -0.162
O 28.509 5.035 -4.054 0.473 0.258 -0.003
O -7.843 -0.294 25.077 -0.163 -0.317 -0.123
O 9.821 2.005 23.178 -0.054 -0.056 0.373
O -14.773 -6.827 -4.54 0.047 0.245 0.013
O -0.648 -4.205 -4.264 0.157 0.457 0.109
O 20.364 1.62 -1.26 -0.585 0.062 -0.314
O -24.679 -3.307 -3.586 -0.042 0.557 -0.199
O 8.103 0.24 22.289 -0.153 -0.09 0.238
O -31.32 -4.181 23.975 0.641 0.25 0.217
O -20.05 -2.874 25.84 -0.289 0.359 -0.336
O -3.005 -5.266 25.284 -0.11 -0.252 0.113
O -1.352 7.185 -1.446 0.159 0.646 -0.263
O -26.296 8.017 -5.462 -0.154 0.379 0.447
O -10.189 7.109 24.84 -0.25 -0.232 -0.008
O -2.666 0.045 25.313 0.157 0.559 -0.496
O 7.628 -1.104 -1.62 0.454 -0.249 -0.108
O 16.353 2.602 -2.737 0.243 -0.096 -0.577
O -4.196 3.642 -1.649 -0.147 -0.321 -0.136
O -12.448 4.217 -2.364 -0.312 0.166 -0.452
O 6.391 -6.421 -1.389 -0.837 0.373 0.025
O -5.314 -5.424 -0.495 -0.152 0.002 -0.111
O 8.545 2.571 -3.923 0.177 0.21 -0.527
O -26.826 -2.139 22.643 -0.443 -0.35 -0.355
O 8.812 -1.591 -4.065 0.371 -0.301 0.314
O 22.264 1.16 -3.19 0.161 -0.233 -0.092
O 4.22 4.005 -2.497 -0.251 0.46 -0.133
O -28.742 -5.097 -5.428 -0.473 0.255 0.08
O -4.691 -6.744 -3.96 -0.056 -0.256 -0.018
O 3.33 3.906 24.169 0.248 0.041 0.575
O -4.25 -1.255 -4.284 -0.056 -0.404 -0.365
O -23.278 -4.769 22.953 -0.509 -0.41 0.032
O -26.952 -2.917 25.172 -0.104 -0.437 0.155
O 5.556 0.049 -0.437 -0.238 -0.106 -0.537
O -17.801 6.871 -1.843 -0.591 -0.147 -0.216
O 23.638 -7.937 -3.311 0.029 0.018 -0.324
O -6.144 -2.32 24.924 -0.02 -0.308 0.394
O 14.951 7.152 -1.11 -0.051 0.59 -0.137
O 8.201 8.075 -0.438 -0.174 0.019 -0.559
O 32.364 1.326 -4.631 -0.398 0.081 0.388
O -29.269 7.255 -1.265 0.149 0.29 -0.534
O -4.152 -7.626 25.857 0.402 -0.641 0.255
O -5.295 0.186 25.116 -0.097 -0.091 -0.529
O 21.762 -0.113 -0.116 0.003 0.194 -0.021
O 15.011 0.983 -1.226 0.002 -0.507 -0.146
O -23.186 6.537 -6.716 -0.345 0.027 -0.252
O 13.638 2.858 -0.183 -0.127 -0.009 -0.342
O 9.872 6.109 -1.11 0.238 -0.262 -0.11
O -25.726 -6.496 23.244 -0.288 0.418 0.31
O 18.184 4.175 -3.648 -0.317 0.073 -0.507
O -2.846 5.528 -2.803 -0.254 0.068 0.218
O 11.081 -5.522 0.11 -0.191 -0.045 -0.338
O -16.929 -6.605 24.367 -0.122 -0.568 0.305
O 22.134 -7.15 -5.414 0.184 -0.036 -0.22
O 5.496 -8.085 22.257 0.105 -0.133 0.386
O 17.158 -0.561 -5.607 0.04 0.449 -0.086
O -10.903 5.787 -3.773 -0.698 0.437 -0.295
O -5.374 5.508 -0.44 0.169 0.14 -0.25
O 7.142 0.418 -3.854 -0.414 0.051 -0.303
O -20.242 -1.264 23.256 -0.188 0.078 0.777
O 16.373 5.457 0.183 0.179 -0.178 -0.095
O -16.903 -7.416 -3.178 -0.454 0.168 -0.014
O 25.93 1.172 -1.262 -0.289 0.239 -0.564
O -10.119 0.746 24.665 0.19 0.067 -0.284
O -1.674 2.417 -1.216 -0.505 0.272 0.14
O 16.551 -2.164 -3.648 -0.249 -0.532 -0.349
O -30.01 -6.086 25.222 0.31 0.061 -0.319
O -23.779 0.906 25.266 -0.236 -0.038 0.307
O 15.24 -4.813 -0.954 -0.246 -0.046 -0.091
O 17.725 7.315 23.555 0.595 0.225 -0.317
O 26.411 4.805 -5.768 -0.206 -0.126 0.281
O -16.266 5.321 -0.517 0.055 0.016 -0.411
O 24.981 6.809 -1.448 -0.448 -0.325 -0.446
O 4.459 -3.811 -4.076 -0.091 -0.027 -0.386
O 20.46 -4.337 -1.344 -0.308 0.182 -0.611
O 20.754 8.075 25.251 -0.033 0.198 -0.347
O -8.252 2.854 -0.505 0.03 -0.15 -0.323
O 24.605 5.569 22.262 -0.15 0.092 0.385
O 2.24 5.252 22.156 0.369 0.34 -0.278
O 26.342 -2.127 24.765 -0.379 0.167 -0.268
O -0.253 4.314 -5.539 -0.112 -0.559 0.035
O -7.89 -7.787 -3.745 0.148 0.162 -0.621
O 15.918 -7.734 25.209 0.378 0.214 0.287
O 24.346 2.7 -0.143 0.191 0.091 -0.276
O 10.964 1.766 -3.824 0.314 0.265 -0.057
O -19.858 5.188 -3.791 0.099 -0.052 0.015
O 30.316 -4.934 25.614 0.223 0.122 -0.793
O 28.725 -6.252 -1.5 -0.084 -0.035 -0.28
O 6.696 5.039 -3.318 0.028 -0.077 -0.114
O -31.833 -1.681 -4.205 0.07 -0.276 0.411
O -12.336 -3.203 -1.324 0.307 -0.128 -0.142
O -8.985 -1.604 -1.428 0.401 -0.322 -0.013
O 31.392 -0.875 -5.666 -0.42 -0.156 -0.495
O -30.076 2.66 -0.095 -0.301 -0.258 -0.148
O 1.799 -2.088 -6.186 0.342 -0.208 0.643
O -31.169 4.593 -1.207 -0.049 0.164 -0.033
O -21.769 7.395 25.306 0.175 0.212 0.108
O -27.491 -3.326 -3.866 -0.14 -0.069 0.326
O 32.568 -5.482 -0.318 0.031 -0.013 -0.227
O -30.723 -6.9 -1.207 0.286 0.538 -0.131
O -28.09 -7.534 26.006 0.199 0.121 -0.156
O -28.627 -3.899 -1.337 -0.224 0.333 -0.586
O -12.434 -4.963 -4.491 -0.45 -0.165 0.095
O 27.145 -3.976 -4.672 -0.351 0.005 -0.1
O -7.537 6.49 22.829 -0.492 -0.278 -0.043
O 14.993 -1.76 23.74 -0.189 -0.345 -0.059
O -27.471 5.523 -0.455 0.15 0.27 -0.469
O 8.148 2.93 -0.192 0.218 -0.225 -0.148
O 3.79 1.825 -1.092 0.266 0.038 -0.333
O 25.317 0.253 -6.803 -0.653 -0.332 -0.355
O -27.489 -6.047 -0.37 -0.227 -0.244 0.272
O -27.724 3.917 24.659 -0.226 -0.531 0.237
O 24.27 -5.556 25.53 0.207 -0.113 0.539
O -23.447 -3.844 -1.363 0.19 -0.19 -0.597
O 28.424 -1.947 -3.567 -0.341 0.256 0.043
O -25.141 3.994 25.272 0.178 -0.084 0.006
O 18.72 -0.993 25.891 -0.244 0.314 -0.517
O 10.333 -2.552 -6.306 -0.176 -0.077 -0.249
O -21.901 5.463 -0.546 -0.223 -0.134 -0.384
O -18.636 4.687 25.081 -0.245 0.397 0.611
O 2.606 5.963 -6.228 0.378 -0.316 -0.327
O -29.873 5.411 24.998 -0.005 0.483 0.79
O -27.553 -0.791 -3.004 0.118 -0.112 0.012
O -21.744 -5.402 -0.296 -0.072 -0.169 -0.06
O -10.546 -5.485 -6.141 0.452 0.127 -0.117
O 2.346 -2.889 -2.793 -0.373 -0.187 -0.031
O 10.179 -0.018 -5.677 -0.211 0.304 -0.519
O 22.66 -1.641 23.209 -0.053 0.299 0.109
O 5.721 -5.959 -6.801 -0.156 0.689 -0.25
O 27.454 -6.698 -4.719 -0.453 -0.012 -0.063
O 12.168 4.834 -1.09 0.186 0.108 -0.51
O -16.641 2.954 25.032 0.587 -0.053 0.147
O -11.712 6.537 -1.414 0.338 0.329 -0.217
O -13.552 -8.147 -0.619 -0.098 -0.069 -0.569
O -0.661 1.291 22.997 0.453 -0.161 0.269
O 14.604 0.809 22.921 -0.354 0.253 0.08
O 32.221 -3.449 -5.556 0.325 -0.066 0.245
O 14.167 2.655 25.355 0.2 0.296 -0.308
O -23.551 7.175 -1.592 0.165 0.19 -0.135
O 14.712 -1.545 -5.378 -0.157 0.311 -0.482
O 16.259 7.745 -3.323 -0.109 0.582 0.113
O 3.407 -7.041 -6.012 0.319 0.12 0.508
O -23.574 -5.29 -4.943 0.212 0.116 -0.448
O -2.587 -2.692 -0.299 -0.015 -0.045 0.065
O -3.801 -7.305 -1.502 0.197 -0.517 0.153
O -9.195 -7.034 -1.605 -0.023 -0.421 -0.032
O -19.173 0.876 24.449 0.262 0.644 -0.025
O 13.831 2.187 -3.378 -0.452 -0.012 0.112
O 12.09 -6.483 23.336 -0.146 -0.297 0.417
O 16.529 5.77 25.116 -0.174 0.235 -0.232
O 32.575 -2.085 24.822 -0.209 -0.23 0.438
O 6.198 4.523 -0.84 -0.513 0.662 0.049
O -0.925 -4.161 -1.618 0.637 -0.055 -0.146
O -1.549 -5.919 -6.021 0.038 -0.676 0.242
O 6.589 -3.851 22.977 0.133 -0.193 -0.369
O -24.246 2.215 -0.957 -0.145 0.182 0.198
O -4.458 -3.99 23.659 -0.203 -0.273 -0.477
O 28.695 -1.493 23.459 0.446 -0.066 0.474
O -16.633 -2.183 -3.191 0.212 0.041 -0.136
O -8.352 1.976 -6.112 -0.185 -0.529 0.338
O -32.539 5.292 24.977 -0.152 -0.202 0.373
O -19.032 0.442 -6.392 0.034 -0.062 0.259
O 19.144 0.145 22.211 -0.097 -0.121 0.158
O 2.044 6.241 24.553 0.181 0.619 0.125
O -20.648 -1.431 -1.349 0.052 -0.212 -0.621
O 26.569 7.108 23.09 -0.214 -0.423 0.293
O 15.128 2.115 -5.565 0.331 -0.056 0.381
O -14.09 2.535 -3.452 -0.428 -0.514 -0.032
O 6.657 6.309 -5.518 0.101 -0.697 -0.123
O 9.808 -4.493 -4.054 -0.126 0.376 -0.102
O -7.893 5.899 25.385 -0.097 -0.528 0.3
O 22.86 4.011 23.325 -0.442 -0.377 0.128
O -6.103 6.598 -4.594 0.152 0.578 -0.248
O 28.046 7.573 25.25 0.017 0.26 0.21
O -12.569 1.738 -1.445 -0.134 -0.055 -0.642
O -0.525 0.103 -1.015 0.122 -0.17 0.239
O -21.651 2.766 21.958 -0.109 -0.043 0.657
O 3.781 -7.597 -2.55 0.231 0.345 0.02
O 23.887 4.422 25.748 0.051 0.198 0.509
O -5.803 -4.375 -3.67 0.371 0.416 0.036
O -24.119 -5.696 25.197 -0.231 0.009 0.624
O -13.226 -3.071 25.287 0.008 0.195 0.278
O -20.553 0.82 -2.577 -0.185 0.156 -0.166
O 12.41 -0.98 -1.302 0.201 0.701 -0.026
O 3.073 -0.454 -3.485 0.436 -0.271 -0.141
O -26.033 1.713 24.331 -0.593 -0.246 0.104
O 30.343 8.091 -5.918 -0.119 0.284 0.764
O 4.281 6.246 23.221 0.249 0.091 0.415
O 8.348 -6.606 -2.941 0.38 0.089 0.23
O 0.872 -3.135 24.391 0.066 -0.406 -0.489
O -27.358 6.406 25.28 0.518 -0.095 0.211
O 3.655 1.398 23.208 -0.101 -0.565 0.131
O 11.407 2.684 25.197 -0.396 -0.272 0.43
O -7.133 -3.872 -1.43 -0.404 0.37 -0.087
O -31.371 2.652 -2.971 0.03 -0.337 0.425
O 28.164 1.941 25.221 0.342 0.314 -0.117
O -16.603 5.262 -6.022 -0.268 0.126 0.196
O -27.142 8.021 22.114 0.175 0.045 0.101
O -14.595 7.219 -5.887 -0.198 -0.278 -0.36
O -30.09 -7.263 -6.109 -0.277 -0.127 -0.168
O 17.466 -3.924 -1.981 0.199 -0.093 0.026
O 10.013 -7.115 -4.79 0.627 -0.537 -0.303
O 8.038 -1.489 -6.541 0.159 0.51 -0.059
O -21.731 3.412 -3.652 -0.07 0.219 -0.102
O -19.013 -5.225 25.066 0.187 -0.127 0.292
O -16.266 -0.196 25.681 -0.399 0.142 -0.242

Results
total energy: -406613.587 eV
total energy less fixed offsets of O -438.25, Si -107.07 eV per atom: -0.787 eV
